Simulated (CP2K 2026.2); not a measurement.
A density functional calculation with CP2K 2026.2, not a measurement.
Periodic cell of 2016 atoms, Si1440O576, from a study of silicon, its oxide and their interface. The atomic structure is a simulated model.
Doubt: the forces sum to 5.51 eV/angstrom along one axis rather than to zero, so they err by at least 0.0027 eV/angstrom per atom on average; the grid cutoff is modest.

Settings
functional: PBE
method: Gaussian and plane waves
basis set: DZVP-MOLOPT-SR-GTH
pseudopotentials: GTH-PBE
grid cutoff: 300 Ry, relative cutoff 40 Ry
k points: Gamma only
occupations: fixed
spin: none
net charge: 0

Cell vectors (angstrom)
a	65.28	0	0
b	0	16.32	0
c	-5.1782	0.0184	33.4436

Atoms and the computed forces on them: element, x, y, z (angstrom), force x, y, z (eV/angstrom)
Si	1.689	-1.618	-0.003	-0.264	0.169	0.766
Si	3.899	1.427	0.041	0.137	-0.009	0.624
Si	1.775	3.753	-0.024	-0.113	0.194	0.699
Si	4.466	6.674	0.068	-0.283	0.065	0.727
Si	1.264	-6.393	0.189	0.003	-0.203	0.737
Si	3.948	-3.84	0.026	0.226	-0.206	0.76
Si	7.218	-1.685	0.039	-0.246	0.307	0.738
Si	10.006	1.199	0.421	-0.261	-0.078	0.683
Si	6.549	4.314	-0.109	0.287	-0.23	0.742
Si	9.296	6.958	0.283	0.11	-0.085	0.705
Si	7.187	9.277	0.187	-0.19	0.088	0.758
Si	-6.799	-3.999	0.078	0.323	-0.131	0.656
Si	-4.095	-1.036	0.122	0.025	-0.176	0.746
Si	-1.537	1.721	0.15	0.18	-0.131	0.782
Si	-3.603	4.074	0.234	-0.308	0.034	0.697
Si	-1.385	6.903	0.148	0.292	-0.102	0.663
Si	-3.49	-7.088	0.187	-0.303	0.084	0.766
Si	-1.034	-4.302	0.034	-0.19	0.168	0.749
Si	2.735	-0.042	1.408	0.007	0.003	-0.045
Si	5.492	2.678	1.26	0.001	0.006	-0.063
Si	2.864	5.415	1.282	-0.021	0.03	-0.051
Si	5.546	8.183	1.461	0.013	-0.02	-0.042
Si	2.826	-5.312	1.496	-0.004	0.034	-0.042
Si	5.539	-2.721	1.343	0	-0.011	-0.06
Si	8.236	-0.014	1.387	0.004	-0.012	-0.076
Si	-5.305	2.796	1.252	0.024	-0.022	-0.066
Si	8.11	5.33	1.421	-0.045	-0.029	-0.068
Si	-5.278	8.212	1.341	0.016	-0.011	-0.053
Si	8.196	10.814	1.608	-0.006	0.012	-0.065
Si	-5.23	-2.734	1.293	-0.018	0.006	-0.045
Si	-2.626	0.132	1.475	-0.003	-0.01	-0.055
Si	0.167	2.735	1.382	0.01	0	-0.041
Si	-2.482	5.49	1.635	0	0.022	-0.033
Si	0.167	8.19	1.36	0.028	-0.011	-0.049
Si	-2.481	-5.456	1.481	-0.008	0.023	-0.087
Si	0.076	-2.686	1.334	0.015	-0.024	-0.067
Si	1.407	1.317	2.779	-0.003	0.012	0.03
Si	4.163	4.043	2.705	0.033	0.002	0.027
Si	1.51	6.783	2.682	-0.008	-0.026	0.011
Si	4.144	9.541	2.78	-0.005	-0.026	-0.006
Si	1.428	-3.98	2.815	-0.036	-0.018	0.035
Si	4.176	-1.356	2.735	-0.015	-0.019	0.016
Si	6.836	1.349	2.7	-0.012	0.007	0.002
Si	9.467	4.058	2.883	0.001	0.039	0.023
Si	6.828	6.748	2.836	0.012	-0.002	0.032
Si	9.573	9.479	2.935	0.009	-0.011	0.02
Si	6.775	12.215	2.83	-0.007	0.033	0.016
Si	-6.677	-1.344	2.596	0.001	0.02	0.015
Si	-4.017	1.478	2.765	-0.025	-0.003	0.024
Si	-1.122	4.077	2.85	0.008	-0.027	0.03
Si	-3.994	6.842	2.784	0.001	0.031	0.041
Si	-1.165	-6.83	2.827	0.003	0.014	0.039
Si	-3.919	-4.067	2.714	-0.01	-0.017	0.015
Si	-1.262	-1.319	2.717	0	-0.021	0.005
Si	0.058	-0.006	4.148	0.007	-0.004	0.021
Si	2.796	2.703	4.098	-0.02	0.01	-0.008
Si	0.179	5.482	4.153	0.001	0.022	0.012
Si	2.799	8.144	4.112	-0.003	-0.003	0.01
Si	0.124	-5.414	4.167	0.036	0.01	-0.003
Si	2.808	-2.666	4.16	-0.018	0.007	-0.008
Si	5.49	0.014	4.116	-0.009	0.001	0.004
Si	8.126	2.665	4.185	-0.01	-0.011	0.004
Si	5.452	5.391	4.164	0.005	0.013	-0.018
Si	8.176	8.104	4.227	-0.013	-0.025	-0.019
Si	5.447	10.87	4.203	0.008	0.01	0.011
Si	8.124	-2.747	4.216	0.005	0.004	-0.013
Si	-5.373	0.028	4.03	0.01	-0.011	-0.015
Si	-2.602	2.758	4.13	-0.012	-0.017	0.001
Si	-5.399	5.434	4.015	0.002	-0.018	0.004
Si	-2.619	8.188	4.141	-0.017	-0.004	-0.017
Si	-5.288	-5.392	4.1	-0.003	-0.004	0.008
Si	-2.608	-2.69	4.083	0.024	-0.003	0.012
Si	1.32	-1.349	16.405	-0.002	0.002	-0.008
Si	4.019	1.368	16.437	0.002	-0.009	-0.012
Si	1.328	4.08	16.469	0.01	-0.005	0.004
Si	4.018	6.763	16.51	-0.006	0.001	-0.005
Si	1.311	-6.853	16.478	-0.016	-0.003	-0.003
Si	4.054	-4.125	16.456	0	-0.015	-0.01
Si	6.778	-1.388	16.438	0.003	0.003	-0.007
Si	-6.81	1.364	16.3	-0.007	0.003	-0.004
Si	6.746	4.064	16.488	0.005	-0.004	-0.017
Si	-6.813	6.8	16.336	0.005	0.01	-0.002
Si	6.777	9.506	16.52	0	0.02	-0.005
Si	-6.843	-4.105	16.274	-0.008	0.002	-0.016
Si	-4.111	-1.354	16.342	0.003	0.001	-0.003
Si	-1.39	1.379	16.386	0.02	0.007	-0.005
Si	-4.065	4.098	16.374	0.033	-0.005	0.002
Si	-1.379	6.815	16.451	-0.016	0.019	0.004
Si	-4.11	9.491	16.38	-0.006	0.022	-0.013
Si	-1.426	-4.114	16.386	-0.02	-0.003	-0.016
Si	2.677	-0.001	17.791	-0.009	0.017	0.02
Si	5.328	2.735	17.833	0.008	0.021	-0.003
Si	2.645	5.422	17.913	-0.012	-0.004	-0.011
Si	5.376	8.148	17.841	0.004	0.004	0.01
Si	2.672	-5.48	17.807	0.023	0.003	0.009
Si	5.469	-2.793	17.783	0.007	-0.015	-0.014
Si	8.098	-0.02	17.821	-0.008	-0.016	0.009
Si	-5.436	2.707	17.673	0.002	0.005	-0.006
Si	8.148	5.396	17.833	0.006	0.006	0.001
Si	-5.478	8.139	17.751	0.016	-0.015	0.002
Si	8.166	10.841	17.911	-0.001	-0.013	-0.016
Si	-5.531	-2.721	17.625	-0.005	0.013	0.001
Si	-2.768	0.027	17.719	-0.01	-0.009	-0.012
Si	-0.022	2.687	17.798	-0.005	-0.024	0.019
Si	-2.742	5.463	17.799	-0.004	-0.009	0.008
Si	-0.036	-8.194	17.905	0.006	0.002	0.009
Si	-2.747	-5.508	17.771	0.032	-0.004	0.005
Si	-0.096	-2.7	17.7	0.002	-0.007	-0.017
Si	1.3	1.307	19.213	-0.008	0.003	-0.036
Si	3.957	4.023	19.293	0.01	-0.037	0.005
Si	1.326	6.778	19.347	-0.011	0.022	0.008
Si	4.027	-6.809	19.23	-0.008	-0.028	-0.009
Si	1.239	-4.068	19.027	-0.003	-0.032	-0.031
Si	4.095	-1.407	19.04	0	0.002	-0.034
Si	6.691	1.366	19.139	0.01	-0.009	-0.011
Si	-6.769	4.075	19.014	0.003	0.015	-0.017
Si	6.759	6.754	19.138	-0.019	0.014	-0.027
Si	-6.9	9.458	19.094	-0.02	-0.01	-0.008
Si	6.817	-4.087	19.249	-0.003	0.027	-0.005
Si	9.473	-1.432	19.117	-0.003	0.004	-0.035
Si	-4.136	1.356	19.097	-0.001	-0.002	-0.004
Si	-1.339	4.103	19.133	0.023	0.003	-0.016
Si	-4.135	6.808	19.176	0.012	0.008	0
Si	-1.416	-6.836	19.265	0.001	0.022	0.007
Si	-4.213	-4.116	18.956	-0.016	-0.017	-0.019
Si	-1.421	-1.324	19.076	0.024	0.028	-0.014
Si	-0.073	-0.087	20.573	0.015	0.008	0.054
Si	2.628	2.606	20.706	0.003	-0.02	0.048
Si	0.013	5.317	20.698	0.004	-0.038	0.051
Si	2.681	8.192	20.708	0.022	0.007	0.074
Si	-0.068	-5.304	20.525	-0.042	0.011	0.048
Si	2.653	-2.733	20.283	0.008	0.002	0.062
Si	5.376	-0.067	20.458	-0.002	0.005	0.044
Si	8.033	2.693	20.538	-0.007	0.014	0.015
Si	5.38	5.434	20.524	0.011	0.006	0.056
Si	8.109	8.067	20.551	-0.01	-0.002	0.053
Si	5.429	-5.435	20.571	0.017	0.005	0.032
Si	8.179	-2.71	20.617	-0.007	-0.002	0.055
Si	-5.562	0.007	20.41	-0.015	-0.01	0.038
Si	-2.757	2.748	20.4	0.014	0.009	0.06
Si	-5.488	5.401	20.507	0.019	-0.004	0.045
Si	-2.794	-8.239	20.662	0.01	0.018	0.033
Si	-5.555	-5.452	20.379	-0.015	0.023	0.081
Si	-2.931	-2.648	20.24	-0.029	0.04	0.076
Si	1.534	-1.361	21.786	-0.16	0.025	-0.601
Si	3.749	0.868	21.86	0.027	0.156	-0.727
Si	1.061	3.663	22.161	0.269	0.286	-0.694
Si	4.408	7.052	21.919	-0.294	-0.06	-0.738
Si	1.547	-6.365	21.854	-0.139	-0.261	-0.732
Si	3.788	-4.185	21.678	0.29	0.074	-0.689
Si	6.989	-1.055	21.841	-0.063	-0.297	-0.702
Si	-7.161	1.18	21.663	0.192	0.085	-0.723
Si	6.796	4.182	21.902	-0.091	-0.176	-0.642
Si	-7.107	6.452	21.867	0.171	0.214	-0.704
Si	6.608	-7.033	21.842	0.083	0.208	-0.676
Si	9.851	-3.809	21.895	-0.17	-0.094	-0.751
Si	-4.454	-1.607	21.69	0.107	0.209	-0.776
Si	-1.262	1.574	21.741	-0.024	-0.173	-0.802
Si	-3.909	4.237	21.81	-0.145	-0.155	-0.764
Si	-1.638	6.408	21.943	0.079	0.252	-0.683
Si	-3.994	-6.502	21.769	-0.338	-0.46	-0.605
Si	-1.852	-4.135	21.602	0.489	0.251	-0.602
Si	-5.492	-4.642	-2.627	-0.013	0.099	0.128
Si	5.907	3.865	-5.751	0.059	-0.005	-0.038
Si	-1.312	7.536	24.739	0.167	-0.016	-0.117
Si	10.439	-7.851	-6.731	0.077	-0.025	0.076
Si	-5.366	7.092	-2.926	-0.057	0.084	0.069
Si	7.644	4.118	-3.052	-0.135	0.028	0.145
Si	-1.229	-5.745	-4.551	0.024	0.024	0.006
Si	-4.885	2.708	-7.059	0.089	0.031	0.046
Si	-6.029	2.278	-2.882	-0.087	-0.039	0.025
Si	-1.412	0.56	26.081	0.026	-0.071	-0.122
Si	-0.52	1.143	-2.762	-0.061	0.035	0.019
Si	6.403	-4.034	-4.614	0.013	-0.137	0.043
Si	0.032	-7.747	-6.569	-0.003	-0.025	-0.042
Si	2.224	-4.964	26.148	-0.006	0.118	-0.013
Si	0.925	-2.913	24.485	-0.142	0.044	-0.249
Si	-6.383	-2.526	-4.541	0.06	0.086	-0.005
Si	-3.22	0.237	23.876	-0.107	-0.009	-0.153
Si	1.272	-4.369	-3.89	0.028	0.088	0.014
Si	2.561	8.048	-1.737	0.078	-0.046	0.002
Si	-7.17	3.959	26.077	-0.03	0.038	0.018
Si	1.736	7.055	-4.343	-0.153	-0.064	0.093
Si	8.293	-1.543	-5.101	0.118	0.036	-0.094
Si	-7.581	-7.581	-4.531	-0.024	0.055	0.105
Si	6.221	-0.822	-6.895	-0.096	0.179	0.046
Si	-7.051	6.951	24.903	0.012	-0.031	-0.112
Si	0.824	-1.263	-3.039	-0.023	-0.137	0.147
Si	-3.322	-1.648	-4.743	-0.104	-0.087	0.154
Si	-9.142	-7.082	24.713	0.015	0.039	-0.174
Si	3.633	5.659	-6.225	0.146	0.011	0.027
Si	-1.425	-3.191	-6.442	0.045	-0.102	0.017
Si	2.444	4.009	25.09	-0.141	-0.12	-0.163
Si	3.428	6.781	24.728	0.143	0.019	-0.052
Si	4.221	-4.852	-2.938	0.006	-0.043	0.069
Si	-3.708	-6.794	-2.793	0.068	-0.101	0.053
Si	2.117	1.265	-3.814	-0.058	0.002	-0.042
Si	-1.99	-3.844	24.604	0.013	-0.016	-0.106
Si	-2.164	3.288	-4.418	0.08	0.064	0.009
Si	-7.006	3.811	-5.309	-0.01	-0.025	-0.041
Si	-12.34	-3.386	26.059	-0.018	-0.089	0.04
Si	3.14	2.848	-6.093	0.08	0.037	0.11
Si	-3.436	-6.599	24.626	-0.101	0.162	-0.057
Si	1.271	-7.389	24.679	0.018	0.14	-0.026
Si	-9.5	2.521	-5.918	-0.051	0.027	-0.023
Si	-2.921	-2.876	-2.022	0.066	-0.038	0.157
Si	7.807	-5.026	23.786	0.009	-0.047	-0.047
Si	0.587	5.848	-1.849	-0.07	-0.036	-0.048
Si	1.576	-3.071	-6.375	0.032	-0.027	-0.102
Si	-4.018	4.56	-2.587	-0.024	0.006	0.037
Si	-5.398	2.443	23.956	-0.014	-0.014	-0.156
Si	-4.283	1.118	-4.871	-0.014	-0.166	0.001
Si	5.11	2.544	24.116	0.024	0.144	-0.129
Si	4.625	0.304	-2.77	-0.007	-0.057	0.174
Si	6.672	-6.245	-2.814	-0.007	-0.106	0.044
Si	5.574	-2.873	23.743	0.004	0.019	-0.007
Si	1.429	-1.337	5.519	0.004	-0.008	0.013
Si	4.122	1.351	5.498	-0.001	-0.001	0.001
Si	1.472	4.072	5.504	-0.002	0.005	0.003
Si	4.115	6.779	5.515	-0.011	-0.004	0.002
Si	1.452	9.511	5.504	0	-0.008	0.002
Si	4.095	12.243	5.544	-0.009	-0.001	0.004
Si	6.784	-1.359	5.547	-0.004	0.002	0.006
Si	9.457	1.337	5.618	-0.009	-0.008	0.011
Si	6.789	4.04	5.55	0.011	-0.001	-0.003
Si	9.49	6.767	5.635	-0.008	0.011	0.012
Si	6.805	9.495	5.553	0.009	-0.011	0
Si	9.485	12.221	5.594	0.002	0.012	0.003
Si	-4.008	-1.33	5.409	-0.008	0.002	-0.002
Si	-1.302	1.358	5.494	-0.008	0.003	0.011
Si	-4.017	4.115	5.419	0.004	0.016	0.007
Si	-1.264	6.806	5.477	-0.001	-0.004	0.011
Si	-3.972	-6.764	5.48	-0.001	0.01	0.018
Si	-1.279	-4.058	5.48	-0.011	0.005	0.004
Si	2.763	0.016	6.891	-0.012	0.004	0.002
Si	5.44	2.693	6.915	-0.004	0.007	-0.006
Si	2.773	5.432	6.902	0.003	0.001	-0.003
Si	5.448	8.135	6.908	0.003	-0.01	-0.001
Si	2.762	10.869	6.904	0.001	-0.005	0.003
Si	5.438	-2.72	6.916	-0.005	0.007	0
Si	8.116	-0.029	6.963	0.001	0.015	-0.004
Si	10.848	2.686	6.953	0.005	-0.003	-0.005
Si	8.127	5.391	6.95	0.003	0.001	0.001
Si	10.825	8.126	7.004	-0.005	0.01	0
Si	8.135	10.852	6.944	0.002	-0.002	-0.005
Si	10.84	-2.772	6.987	-0.001	0	-0.001
Si	-2.673	-0.001	6.828	0.008	0.001	0
Si	0.063	2.726	6.843	-0.002	-0.011	-0.001
Si	-2.659	5.454	6.809	-0.02	0.005	0.001
Si	0.063	8.171	6.858	0.001	0.003	-0.008
Si	-2.64	-5.407	6.85	0.001	-0.005	0.006
Si	0.064	-2.712	6.863	0.009	-0.009	0.001
Si	1.39	1.367	8.24	0.017	0.009	-0.005
Si	4.098	4.065	8.278	0.004	0.004	0.005
Si	1.392	6.797	8.238	-0.01	-0.006	-0.005
Si	4.099	9.503	8.274	-0.004	0.007	-0.009
Si	1.389	-4.087	8.248	-0.016	-0.007	-0.002
Si	4.083	-1.363	8.278	-0.004	-0.004	-0.005
Si	6.77	1.34	8.311	-0.004	-0.011	-0.004
Si	9.492	4.046	8.315	0.009	0.004	-0.011
Si	6.778	6.772	8.297	0.004	-0.001	-0.007
Si	9.469	9.498	8.335	0.001	-0.006	-0.001
Si	6.781	-4.092	8.291	0.004	0.004	-0.013
Si	9.485	-1.387	8.32	-0.002	0	-0.006
Si	-4.05	1.376	8.146	-0.012	-0.006	-0.001
Si	-1.32	4.083	8.187	-0.006	0	-0.004
Si	-4.027	6.816	8.155	0.008	0.009	-0.002
Si	-1.303	-6.787	8.212	0.004	0.007	0.005
Si	-4.04	-4.051	8.161	0.003	-0.005	-0.006
Si	-1.319	-1.357	8.205	-0.008	0	-0.006
Si	0.022	-0.001	9.588	0	-0.002	-0.003
Si	2.728	2.714	9.629	-0.011	0.008	-0.001
Si	0.017	5.439	9.579	-0.002	0.006	0.002
Si	2.729	8.15	9.628	0.008	0.001	0.001
Si	0.03	-5.443	9.606	0.001	0.002	0.005
Si	2.727	-2.73	9.632	0.002	-0.001	0.001
Si	5.421	-0.018	9.669	-0.004	0.007	0
Si	8.131	2.693	9.675	0.005	-0.003	-0.003
Si	5.429	5.419	9.663	-0.002	-0.008	0
Si	8.119	8.128	9.68	-0.002	0.005	0.001
Si	5.432	-5.456	9.656	0.007	-0.007	0.002
Si	8.13	-2.747	9.675	0.006	-0.004	-0.004
Si	-5.406	0.013	9.502	0.001	-0.005	0.002
Si	-2.693	2.722	9.532	-0.003	-0.008	-0.003
Si	-5.398	5.444	9.49	0.009	-0.006	-0.002
Si	-2.683	-8.153	9.543	-0.004	0	0.003
Si	-5.397	-5.435	9.497	-0.002	-0.001	0.002
Si	-2.688	-2.714	9.554	0.003	0.001	0
Si	1.357	-1.366	10.978	-0.004	0.002	-0.004
Si	4.063	1.351	11.014	-0.004	-0.005	-0.002
Si	1.36	4.083	10.965	0.005	-0.009	-0.004
Si	4.067	6.788	11.01	0	-0.005	-0.002
Si	1.369	9.511	10.987	-0.003	0.003	-0.001
Si	4.069	-4.097	11.013	0.001	-0.001	-0.001
Si	6.774	-1.383	11.033	0.003	0.001	-0.009
Si	9.482	1.331	11.04	0.002	-0.001	-0.002
Si	6.778	4.062	11.034	0.005	0.013	-0.005
Si	9.477	6.769	11.044	0.004	0.004	0.001
Si	6.77	9.499	11.035	0.002	0.002	0.001
Si	9.482	-4.105	11.045	0	0.002	-0.002
Si	-4.06	-1.346	10.889	-0.001	0.003	0.003
Si	-1.352	1.366	10.925	-0.002	0.002	0
Si	-4.055	4.09	10.883	0.002	0.003	0
Si	-1.346	6.805	10.929	-0.006	0.002	-0.006
Si	-4.053	-6.793	10.888	0.007	0.007	0.001
Si	-1.347	-4.08	10.941	-0.009	-0.012	-0.001
Si	2.698	-0.01	12.362	0.003	0.002	0.001
Si	5.416	2.704	12.388	0.005	0	0
Si	2.699	5.431	12.358	-0.005	0.002	0.002
Si	5.412	8.139	12.395	-0.004	0.003	0.001
Si	2.713	10.858	12.376	0.004	-0.001	0.004
Si	5.42	-2.744	12.391	0.01	0.003	-0.001
Si	8.129	-0.03	12.404	0	-0.003	0.005
Si	10.83	2.693	12.405	-0.003	-0.004	0.007
Si	8.117	5.42	12.413	-0.001	-0.009	-0.002
Si	10.839	8.122	12.403	-0.004	-0.002	-0.002
Si	8.131	10.849	12.402	0.003	-0.004	0.002
Si	10.845	-2.744	12.396	0.008	0.008	0.001
Si	-2.714	0.001	12.278	-0.003	-0.005	0.005
Si	-0.008	2.724	12.309	0.002	0.012	-0.003
Si	-2.713	5.443	12.276	0.005	-0.01	0
Si	-0.005	8.147	12.329	-0.005	-0.007	0.006
Si	-2.711	-5.449	12.284	0.002	0.009	0.003
Si	-0.002	-2.735	12.332	-0.006	0.003	0.002
Si	1.332	1.371	13.695	-0.013	0.005	-0.004
Si	4.055	4.079	13.732	0	-0.004	-0.001
Si	1.332	6.783	13.717	0.007	0.003	0.005
Si	4.051	9.487	13.761	0.016	-0.004	0.004
Si	1.341	-4.101	13.722	0.005	-0.009	0.005
Si	4.049	-1.377	13.732	-0.009	0.009	-0.004
Si	6.766	1.337	13.755	0.008	-0.003	-0.001
Si	9.471	4.056	13.771	-0.012	0.013	0.002
Si	6.764	6.79	13.777	-0.001	0.001	0.005
Si	9.485	9.483	13.766	0.006	0.006	0.003
Si	6.777	-4.106	13.759	0.002	-0.008	0.003
Si	9.496	-1.387	13.764	0.006	-0.011	-0.003
Si	-4.076	1.377	13.62	0.006	0.003	0.005
Si	-1.36	4.096	13.664	-0.005	-0.001	0
Si	-4.075	6.799	13.632	0.009	-0.001	0.006
Si	-1.372	9.511	13.677	-0.014	0.009	-0.001
Si	-4.092	-4.085	13.614	-0.004	0.007	-0.002
Si	-1.377	-1.367	13.666	0.003	-0.001	0.008
Si	-0.033	0.005	15.035	-0.001	0.005	0.004
Si	2.677	2.733	15.076	-0.002	0.003	-0.001
Si	-0.03	5.435	15.088	0.001	-0.006	0.002
Si	2.676	8.119	15.113	-0.007	-0.009	0.008
Si	-0.022	-5.475	15.076	-0.002	-0.006	0.006
Si	2.697	-2.741	15.093	0.011	-0.001	0.006
Si	5.395	-0.018	15.105	0.011	-0.001	-0.004
Si	8.111	2.693	15.134	-0.001	-0.002	0.002
Si	5.393	5.43	15.128	0.001	0.002	0.001
Si	8.131	8.141	15.151	0.007	0.004	0.002
Si	5.426	10.842	15.114	-0.005	0.001	0.005
Si	8.156	-2.762	15.122	-0.002	0.003	0.01
Si	-5.445	0.004	14.951	0.002	-0.006	0.002
Si	-2.724	2.738	15.002	-0.006	0.003	-0.002
Si	-5.437	5.439	14.99	0.002	-0.007	0.01
Si	-2.73	8.143	15.033	0.01	0.005	0.006
Si	-5.438	-5.462	14.969	0.012	0	0
Si	-2.756	-2.738	15.003	0.009	-0.013	0
Si	17.802	-1.522	0.236	-0.219	0.061	0.735
Si	20.197	1.322	0.014	0.247	-0.201	0.664
Si	17.972	3.617	-0.006	-0.326	0.22	0.717
Si	20.379	6.521	0.136	-0.154	0.294	0.617
Si	17.182	9.687	0.304	0.187	0.041	0.737
Si	19.946	-3.771	0.126	0.162	-0.269	0.712
Si	23.107	-1.72	0.106	-0.128	0.238	0.759
Si	25.759	1.244	0.502	-0.174	0.159	0.713
Si	22.672	4.274	0.075	0.361	-0.188	0.594
Si	26.253	6.3	0.039	-0.236	0.136	0.681
Si	23.072	9.474	0.161	-0.253	0.074	0.61
Si	9.347	12.33	0.303	0.223	-0.094	0.784
Si	11.951	-1.227	0.27	0.154	-0.125	0.712
Si	14.549	1.377	0.366	0.308	-0.036	0.68
Si	12.455	3.703	0.325	-0.078	0.194	0.732
Si	14.61	6.986	0.273	0.086	-0.127	0.697
Si	12.402	9.193	0.165	-0.149	0.205	0.749
Si	15.04	11.924	0.173	-0.139	0.172	0.773
Si	19.038	-0.069	1.54	0.017	0.018	-0.065
Si	21.678	2.587	1.361	-0.039	0.01	-0.042
Si	18.862	5.312	1.407	0	-0.013	-0.035
Si	21.562	8.161	1.381	-0.026	0.01	-0.017
Si	18.862	-5.434	1.418	0.034	-0.009	-0.039
Si	21.594	-2.807	1.507	0.006	-0.004	-0.04
Si	24.236	-0.145	1.511	-0.029	-0.027	-0.052
Si	11.008	2.678	1.834	0.016	0.02	-0.05
Si	24.411	5.388	1.297	-0.041	0.026	-0.066
Si	10.876	8.091	1.557	0.025	0.001	-0.028
Si	24.332	10.826	1.57	0.029	0.017	-0.019
Si	10.84	-2.771	1.602	0.007	0.011	-0.068
Si	13.457	-0.124	1.705	-0.02	-0.001	-0.044
Si	16.299	2.6	1.377	0.008	0.031	-0.051
Si	13.548	5.364	1.561	-0.01	0.018	-0.058
Si	16.124	8.122	1.632	-0.013	-0.002	-0.057
Si	13.506	10.787	1.522	0.006	-0.023	-0.057
Si	16.198	-2.76	1.436	0.002	-0.024	-0.049
Si	17.623	1.295	2.83	-0.023	-0.016	0.02
Si	20.305	3.983	2.749	0.013	-0.011	0.044
Si	17.561	6.701	2.817	0.02	0.011	-0.008
Si	20.233	9.504	2.765	0.015	0.025	0.006
Si	17.561	-4.094	2.847	-0.032	0.018	0.037
Si	20.355	-1.403	2.91	0.004	-0.006	0.029
Si	22.977	1.304	2.83	0.002	0.002	0.024
Si	25.599	4.138	2.924	-0.029	0.043	0.032
Si	23.05	6.81	2.674	0.015	-0.039	0.036
Si	25.784	9.433	2.769	0.011	-0.012	0.024
Si	22.943	12.155	2.882	-0.027	-0.001	0.031
Si	9.48	-1.366	2.897	0.001	0.008	0.017
Si	12.263	1.266	3.143	0.002	0	0.042
Si	14.995	4.007	2.822	0.018	-0.028	0.014
Si	12.176	6.701	2.924	-0.005	-0.009	0.022
Si	14.81	9.477	2.985	0	0.026	0.037
Si	12.216	12.185	2.896	-0.002	-0.017	0.008
Si	14.912	-1.46	2.905	0.036	-0.002	0.016
Si	16.279	-0.06	4.216	0.016	0.02	-0.003
Si	18.971	2.672	4.184	-0.001	0.01	-0.022
Si	16.262	5.375	4.238	-0.02	-0.019	0.001
Si	18.935	8.103	4.137	0.001	-0.003	0.007
Si	16.238	-5.465	4.246	-0.005	-0.01	-0.031
Si	18.945	-2.762	4.214	0.009	-0.02	-0.013
Si	21.674	-0.022	4.244	-0.016	0	0.019
Si	24.321	2.678	4.199	0.005	-0.009	0.026
Si	21.696	5.403	4.059	0.02	0.003	-0.023
Si	24.384	8.122	4.125	-0.017	-0.013	-0.006
Si	21.596	10.798	4.2	-0.015	-0.001	0.015
Si	24.385	-2.784	4.144	0.006	0.013	-0.009
Si	10.809	-0.073	4.348	-0.019	-0.011	-0.005
Si	13.669	2.695	4.298	0.013	-0.002	-0.003
Si	10.806	5.393	4.277	0.012	-0.001	0.008
Si	13.493	8.084	4.303	-0.002	0.002	-0.004
Si	10.877	10.854	4.29	0.004	-0.008	0
Si	13.566	-2.797	4.272	-0.016	0.002	-0.001
Si	17.674	-1.399	16.377	0.005	-0.003	-0.021
Si	20.425	1.344	16.376	-0.012	0	-0.013
Si	17.662	4.043	16.399	-0.004	-0.011	-0.004
Si	20.378	6.74	16.297	0.012	0.005	-0.019
Si	17.628	-6.831	16.364	0.014	-0.016	-0.008
Si	20.417	-4.064	16.358	-0.003	0.014	-0.004
Si	23.146	-1.33	16.379	0.005	0.007	0.001
Si	9.484	1.342	16.498	-0.001	0.017	0
Si	23.161	4.057	16.338	-0.009	0.017	-0.008
Si	9.509	6.788	16.509	0.007	-0.01	-0.002
Si	23.165	9.536	16.333	0.004	0.015	0.005
Si	9.511	-4.141	16.497	0.008	-0.013	-0.002
Si	12.216	-1.392	16.483	0.005	0.003	-0.002
Si	14.915	1.293	16.403	0	0.001	-0.011
Si	12.18	4.06	16.486	0.011	-0.007	0.002
Si	14.909	6.742	16.466	-0.005	-0.012	0
Si	12.226	9.51	16.488	-0.001	0.014	-0.012
Si	14.933	-4.121	16.443	-0.01	-0.014	-0.003
Si	19.091	-0.076	17.696	0.006	-0.005	-0.011
Si	21.781	2.739	17.714	0.002	-0.015	-0.017
Si	19.043	5.416	17.723	0.006	0.008	-0.013
Si	21.757	8.118	17.563	-0.008	-0.016	-0.005
Si	18.98	-5.408	17.637	0.007	0.003	-0.007
Si	21.792	-2.704	17.727	-0.014	0.012	0.011
Si	24.502	0.055	17.738	0.004	-0.013	-0.019
Si	10.848	2.698	17.877	-0.02	0.007	0.005
Si	24.556	5.394	17.682	-0.004	-0.007	0.001
Si	10.88	8.168	17.87	0.019	-0.003	-0.012
Si	24.544	10.901	17.704	-0.016	-0.017	-0.03
Si	10.894	-2.793	17.838	0.012	-0.016	0.029
Si	13.579	-0.022	17.838	-0.002	0	-0.003
Si	16.289	2.647	17.709	0.012	0.007	0.002
Si	13.517	5.418	17.863	0.009	0.011	0.027
Si	16.319	8.1	17.76	0.002	0.024	-0.02
Si	13.615	10.84	17.858	0.008	0.009	0.001
Si	16.279	-2.712	17.75	0.021	0.014	-0.005
Si	17.693	1.26	18.983	-0.028	0.001	-0.053
Si	20.416	4.085	19.077	0.008	0.008	-0.017
Si	17.677	6.734	19.106	0.004	0.002	-0.003
Si	20.333	-6.861	18.829	0.005	-0.039	-0.04
Si	17.664	-4.05	19.056	0.029	-0.006	-0.014
Si	20.451	-1.367	19.131	-0.02	0.004	-0.023
Si	23.15	1.438	19.098	0.003	0.011	-0.012
Si	9.489	4.062	19.253	0.012	0.005	-0.007
Si	23.121	6.765	18.897	-0.04	0.016	-0.018
Si	9.541	9.483	19.294	-0.002	0.018	0.004
Si	23.177	-4.067	19.044	0.004	0.009	-0.017
Si	25.853	-1.288	19.111	0.021	-0.026	-0.028
Si	12.225	1.328	19.224	0.005	0.028	-0.005
Si	14.894	3.948	19.082	-0.02	-0.031	-0.033
Si	12.214	6.851	19.284	0.043	-0.008	0.01
Si	14.999	9.425	19.165	-0.018	-0.006	-0.017
Si	12.311	-4.088	19.257	0.007	0.017	-0.035
Si	14.95	-1.383	19.186	-0.012	-0.015	-0.003
Si	16.379	-0.033	20.446	0.01	0.015	0.057
Si	19.028	2.636	20.291	0	0.008	0.047
Si	16.304	5.279	20.359	0.003	0.005	0.049
Si	19.048	8.195	20.334	-0.008	0.012	0.042
Si	16.357	10.875	20.405	-0.012	0.026	0.047
Si	19.031	-2.738	20.453	-0.004	0.004	0.037
Si	21.81	0.073	20.46	-0.028	-0.01	0.018
Si	24.505	2.782	20.508	-0.015	0.009	0.044
Si	21.796	5.494	20.363	0.018	0.003	0.047
Si	24.439	8.131	20.24	-0.007	-0.022	0.031
Si	21.708	-5.532	20.112	-0.027	-0.006	0.002
Si	24.475	-2.689	20.469	0.003	0.007	0.041
Si	10.829	-0.095	20.457	-0.015	-0.005	0.039
Si	13.6	2.656	20.615	0.039	0.014	0.033
Si	10.797	5.506	20.637	-0.046	0.008	0.004
Si	13.723	8.113	20.675	0.009	-0.025	0.046
Si	10.952	10.859	20.632	0	0.016	0.054
Si	13.673	-2.683	20.679	-0.047	-0.012	0.037
Si	17.942	-1.144	21.813	-0.278	-0.302	-0.562
Si	20.151	1.178	21.701	0.269	0.208	-0.634
Si	17.442	3.671	21.612	-0.012	0.081	-0.739
Si	20.664	7.129	21.602	-0.022	-0.115	-0.663
Si	17.971	9.784	21.68	-0.138	-0.171	-0.685
Si	20.25	-4.415	21.489	-0.005	0.179	-0.601
Si	23.347	-1.077	21.79	-0.26	-0.295	-0.612
Si	9.24	1.07	21.695	0.009	0.123	-0.714
Si	23.336	4.408	21.753	-0.103	-0.14	-0.664
Si	9.028	6.448	22.008	0.332	0.114	-0.716
Si	22.85	-7.022	21.449	-0.023	-0.007	-0.636
Si	26.166	-3.712	21.734	-0.119	-0.194	-0.791
Si	11.994	-1.524	21.919	0.228	0.063	-0.699
Si	15.264	1.463	21.847	-0.233	-0.058	-0.709
Si	12.47	4.368	21.804	-0.034	-0.147	-0.709
Si	14.897	6.356	21.853	0.021	0.255	-0.638
Si	12.625	9.799	21.928	-0.247	-0.251	-0.685
Si	14.93	-4.313	21.877	0.154	0.26	-0.59
Si	10.966	-5.405	-2.025	0.078	-0.045	0.093
Si	13.804	-0.262	24.13	-0.01	0.036	-0.184
Si	16.524	6.433	24.624	-0.054	-0.02	-0.135
Si	20.762	-6.737	25.541	-0.019	0.01	0.046
Si	12.089	4.554	-2.633	0.086	-0.071	0.083
Si	23.351	4.806	-2.7	-0.012	-0.119	0.001
Si	13.292	-7.993	-6.198	0.019	0.017	-0.082
Si	12.964	2.094	25.806	0.029	0.129	-0.062
Si	9.44	1.883	-2.262	0.047	0.062	-0.046
Si	24.343	7.44	-1.807	0.137	-0.05	0.039
Si	16.576	3.22	-2.541	0.062	-0.105	0.146
Si	16.302	2.782	-5.468	-0.18	-0.026	-0.077
Si	9.509	6.897	25.063	-0.015	0.048	-0.051
Si	17.848	-0.846	24.82	-0.029	-0.102	-0.194
Si	21.258	-5.048	-4.826	0.005	0.113	0.079
Si	13.111	-3.143	-2.003	0.002	-0.069	0.222
Si	20.009	1.169	24.635	0.071	-0.075	-0.111
Si	20.076	-2.357	-4.384	0.118	0.046	-0.102
Si	19.068	-7.862	-1.709	-0.02	-0.084	-0.019
Si	10.694	2.827	23.87	0.013	0.086	-0.104
Si	14.855	5.478	-2.377	-0.06	-0.024	0.142
Si	19.296	-3.313	25.603	-0.094	-0.071	-0.13
Si	9.293	-7.305	-3.875	-0.035	0.11	0.094
Si	15.404	-1.801	26.048	0.004	-0.067	0.096
Si	9.681	6.221	-2.643	-0.057	-0.023	0.124
Si	22.868	1.218	-4.221	0.026	-0.077	-0.125
Si	15.021	-1.838	-4.026	0.083	0.025	0.105
Si	12.111	-5.502	-6.846	-0.079	-0.029	0.071
Si	13.339	-7.178	24.591	-0.134	-0.079	-0.03
Si	14.072	0.511	-5.385	-0.072	0.062	-0.068
Si	19.156	5.325	23.713	0.058	0.017	-0.148
Si	24.067	-5.593	-6.038	0.039	-0.03	-0.02
Si	21.384	-0.531	-2.309	-0.023	0.148	0.168
Si	17.377	-3.882	-4.499	-0.056	-0.068	-0.035
Si	9.082	4.142	26.035	0.129	-0.111	0.043
Si	24.323	2.535	-6.248	-0.173	-0.086	0.013
Si	16.175	0.17	-1.857	-0.016	-0.018	0.09
Si	12.132	2.018	-6.879	0.027	-0.043	-0.003
Si	3.866	-1.273	-5.112	0.024	0.1	0.174
Si	17.539	-6.827	-4.024	0.037	0.133	0.051
Si	12.254	6.753	26.287	0.025	0.071	-0.065
Si	16.29	-7.136	24.299	0.107	0.078	-0.061
Si	7.424	-0.246	-2.603	-0.102	-0.211	0
Si	10.072	-3.417	-6.688	-0.018	-0.005	-0.025
Si	24.423	-5.288	23.682	-0.111	-0.076	0.025
Si	15.674	7.366	-4.566	0.02	0.051	-0.008
Si	16.612	-4.222	24.626	-0.037	0.081	-0.193
Si	18.526	-5.573	-6.387	-0.006	-0.028	-0.075
Si	14.522	4.601	26.282	0.03	-0.017	-0.035
Si	11.823	1.803	-4.027	-0.011	0.03	0.029
Si	21.929	4.417	24.444	0.044	0.014	-0.089
Si	21.858	3.714	-5.156	0.1	-0.006	-0.11
Si	21.145	-5.653	-1.8	0.042	0.148	-0.039
Si	21.637	-4.391	24.111	0.064	-0.061	-0.058
Si	17.623	-1.401	5.591	-0.008	0	0.001
Si	20.309	1.331	5.577	-0.008	0.007	0.009
Si	17.642	4.03	5.573	0.006	-0.004	0.005
Si	20.346	6.758	5.467	0.01	-0.008	-0.006
Si	17.609	9.461	5.549	0.008	-0.006	-0.001
Si	20.296	12.191	5.563	0.009	-0.008	0.01
Si	23.074	-1.395	5.527	0.009	0.004	0.014
Si	25.776	1.321	5.456	0.02	0.001	0.014
Si	22.99	4.067	5.521	-0.001	0.009	0.01
Si	25.736	6.813	5.542	0.012	0.012	0.01
Si	23.03	9.468	5.503	0.014	0.009	0.004
Si	25.79	12.184	5.44	0.006	-0.015	0.002
Si	12.204	-1.435	5.636	0.016	-0.002	0.005
Si	14.973	1.302	5.63	0.016	0.012	0.015
Si	12.217	4.036	5.594	-0.002	-0.005	-0.006
Si	14.902	6.736	5.603	-0.005	-0.006	0.01
Si	12.185	9.474	5.66	0.006	-0.009	0.005
Si	14.909	-4.132	5.641	0.016	0.004	0.005
Si	18.978	-0.037	6.942	-0.003	0.006	-0.002
Si	21.672	2.708	6.907	-0.006	0.009	0.004
Si	19.006	5.418	6.886	-0.001	-0.007	-0.003
Si	21.69	8.107	6.868	0.008	0.001	-0.013
Si	18.962	10.824	6.923	0.001	0.007	-0.012
Si	21.702	-2.759	6.876	-0.016	0	-0.007
Si	24.438	-0.022	6.856	0.005	-0.003	-0.008
Si	27.146	2.677	6.821	0.012	-0.013	-0.003
Si	24.391	5.416	6.868	0.002	0.001	-0.006
Si	27.146	8.195	6.821	-0.008	0.008	-0.004
Si	24.426	10.843	6.824	0	-0.01	-0.003
Si	27.155	-2.75	6.784	0.008	0	-0.008
Si	13.566	-0.042	6.961	0.003	-0.001	-0.009
Si	16.308	2.679	6.968	0.007	-0.014	0.005
Si	13.545	5.398	6.974	0.002	0.006	-0.012
Si	16.266	8.114	6.934	-0.005	0.002	-0.003
Si	13.559	-5.491	6.995	-0.005	-0.007	-0.006
Si	16.268	-2.751	6.962	0.003	-0.001	-0.003
Si	17.647	1.321	8.322	0.009	0.01	0.008
Si	20.341	4.068	8.275	0	-0.006	0.002
Si	17.645	6.759	8.27	0.016	0.011	-0.008
Si	20.353	9.475	8.251	-0.002	-0.01	-0.003
Si	17.63	-4.123	8.295	-0.007	-0.01	0.002
Si	20.365	-1.4	8.259	0.004	0.004	-0.011
Si	23.079	1.345	8.216	0.008	0.008	-0.008
Si	25.797	4.057	8.181	0.001	0.003	-0.004
Si	23.059	6.776	8.242	-0.013	-0.007	0.004
Si	25.793	9.521	8.204	0.001	0.002	0.006
Si	23.083	-4.114	8.207	0.016	0.005	-0.009
Si	25.816	-1.387	8.177	0.002	0.014	-0.001
Si	12.201	1.322	8.312	-0.005	-0.004	-0.004
Si	14.919	4.034	8.31	-0.004	-0.013	-0.012
Si	12.195	6.761	8.337	0.008	0.006	-0.005
Si	14.925	-6.854	8.322	-0.001	-0.001	-0.003
Si	12.195	-4.128	8.341	-0.001	-0.006	-0.002
Si	14.915	-1.396	8.324	0.01	-0.003	-0.004
Si	16.275	-0.032	9.671	-0.001	0.013	-0.005
Si	19.005	2.7	9.646	0.001	0.003	0.005
Si	16.284	5.407	9.643	0.005	0.006	-0.005
Si	19.001	8.124	9.626	-0.004	-0.001	-0.002
Si	16.278	-5.477	9.662	-0.003	0	-0.001
Si	19.007	-2.754	9.627	0.005	-0.002	-0.01
Si	21.736	-0.022	9.587	-0.012	-0.001	-0.007
Si	24.45	2.706	9.562	0	0.002	-0.004
Si	21.716	5.424	9.616	-0.003	-0.006	0.001
Si	24.444	8.151	9.565	0.004	0.001	-0.004
Si	21.73	-5.469	9.583	0.007	-0.004	-0.01
Si	24.454	-2.739	9.546	-0.004	-0.009	-0.005
Si	10.841	-0.027	9.678	0.007	0.001	0.003
Si	13.556	2.683	9.674	-0.001	0.001	0.002
Si	10.835	5.404	9.689	-0.007	0.002	-0.002
Si	13.556	8.122	9.682	0.003	-0.002	0.002
Si	10.833	-5.476	9.695	-0.001	-0.005	0
Si	13.556	-2.754	9.679	-0.001	0.01	-0.003
Si	17.652	-1.396	10.997	0.001	-0.004	-0.001
Si	20.386	1.332	10.962	0.009	0.015	-0.001
Si	17.639	4.052	11.004	0.001	-0.018	0.002
Si	20.366	6.778	10.986	-0.001	-0.002	0.002
Si	17.65	9.482	10.997	0.008	-0.001	-0.001
Si	20.383	-4.109	10.963	-0.003	0.001	-0.002
Si	23.112	-1.378	10.925	0.013	0.005	-0.004
Si	25.831	1.35	10.897	-0.004	-0.002	-0.002
Si	23.103	4.064	10.937	-0.004	0.006	0.003
Si	25.827	6.793	10.897	-0.009	-0.006	0.006
Si	23.101	9.509	10.943	-0.003	-0.004	0.002
Si	25.82	-4.077	10.912	0.007	0	0.011
Si	12.201	-1.388	11.034	-0.005	-0.007	0.001
Si	14.915	1.325	11.03	0.006	-0.01	0.003
Si	12.196	4.042	11.04	0.003	0.003	0
Si	14.922	6.757	11.015	-0.004	0.005	-0.004
Si	12.192	9.481	11.04	-0.003	0.009	0.001
Si	14.917	-4.122	11.021	0.007	-0.015	0
Si	19.021	-0.017	12.326	0.009	0.003	-0.009
Si	21.757	2.694	12.298	-0.004	-0.011	-0.003
Si	19.009	5.414	12.345	-0.001	0.007	0.003
Si	21.747	8.15	12.311	-0.003	0.009	-0.003
Si	19.024	10.852	12.328	-0.005	-0.006	-0.007
Si	21.754	-2.729	12.295	0.003	0	-0.003
Si	24.486	-0.012	12.269	-0.007	0	-0.003
Si	27.196	2.728	12.237	-0.004	-0.003	-0.002
Si	24.476	5.437	12.27	0.002	-0.006	-0.002
Si	27.201	8.164	12.237	0.005	0.003	0
Si	24.474	10.881	12.282	-0.005	0.006	-0.003
Si	27.188	-2.707	12.255	0.002	-0.006	0.005
Si	13.556	-0.029	12.395	0.003	0.005	0.004
Si	16.28	2.696	12.368	0.002	0.014	0
Si	13.561	5.407	12.387	0.01	0.005	0.007
Si	16.277	8.13	12.354	0	-0.004	-0.003
Si	13.549	-5.471	12.384	-0.007	-0.004	-0.001
Si	16.289	-2.756	12.353	-0.006	-0.001	0.001
Si	17.66	1.334	13.695	-0.002	0	-0.001
Si	20.394	4.039	13.661	0.009	-0.012	0.001
Si	17.634	6.767	13.698	-0.004	0.01	0.003
Si	20.397	9.508	13.679	0	-0.003	0
Si	17.658	-4.119	13.689	0.02	-0.015	0.002
Si	20.4	-1.368	13.663	-0.011	0.006	0.01
Si	23.138	1.344	13.637	0.011	-0.007	-0.001
Si	25.849	4.086	13.616	-0.012	0.01	0.003
Si	23.129	6.793	13.645	-0.001	-0.001	0.002
Si	25.859	9.524	13.617	-0.003	-0.002	0.012
Si	23.131	-4.067	13.649	-0.005	-0.004	0.005
Si	25.855	-1.343	13.643	0.003	0.006	0.008
Si	12.191	1.332	13.757	0.004	0.001	0.006
Si	14.917	4.042	13.739	0.003	-0.008	0
Si	12.204	6.766	13.757	0.003	-0.001	0.002
Si	14.907	9.477	13.72	-0.007	0.009	-0.002
Si	12.2	-4.108	13.752	-0.006	0.002	0
Si	14.928	-1.408	13.721	0.01	-0.006	0.007
Si	16.299	-0.036	15.043	0.001	-0.008	-0.001
Si	19.034	2.693	15.039	0.01	0.006	-0.005
Si	16.28	5.41	15.078	-0.007	0.005	0.005
Si	19.01	8.143	15.01	0	0.001	-0.003
Si	16.269	-5.466	15.04	0.006	0	-0.005
Si	19.034	-2.738	15.005	-0.012	-0.004	-0.001
Si	21.779	-0.002	15.004	-0.002	-0.001	-0.006
Si	24.51	2.706	14.979	0.001	-0.003	0.002
Si	21.778	5.401	14.981	-0.008	-0.001	-0.008
Si	24.512	8.159	14.984	-0.013	-0.001	0.001
Si	21.776	10.89	15.006	0.003	0.003	-0.004
Si	24.496	-2.699	15.007	-0.012	-0.003	-0.002
Si	10.845	-0.024	15.135	-0.005	-0.001	0.007
Si	13.545	2.698	15.109	0	0.006	0.01
Si	10.836	5.42	15.121	0.004	-0.002	0.004
Si	13.566	8.127	15.116	-0.008	0.012	0.008
Si	10.854	10.84	15.113	0.005	0.005	-0.006
Si	13.566	-2.749	15.104	0.007	-0.008	-0.003
Si	34.19	-1.573	-0.185	-0.192	0.229	0.706
Si	36.552	1.63	0.007	0.09	-0.222	0.576
Si	34.312	3.848	0.171	-0.162	0.026	0.732
Si	36.865	6.595	0.068	-0.158	0.172	0.766
Si	33.713	9.86	0.083	-0.055	-0.188	0.678
Si	36.316	-3.889	0.059	0.2	-0.038	0.698
Si	39.646	-1.747	-0.117	-0.249	0.343	0.626
Si	42.283	1.203	0.063	-0.315	0.345	0.582
Si	39.123	4.395	-0.182	0.269	-0.29	0.681
Si	-23.339	6.806	-0.005	0.278	-0.057	0.667
Si	-25.481	9.138	-0.116	-0.231	0.206	0.726
Si	25.316	12.379	0.147	0.314	-0.01	0.707
Si	28.007	-0.932	-0.139	0.416	-0.47	0.577
Si	30.624	2.075	-0.136	0.253	-0.353	0.684
Si	28.355	4.146	0.532	-0.051	0.073	0.554
Si	30.877	7.053	0.106	0.16	-0.077	0.701
Si	28.713	9.191	0.367	0.078	0.051	0.658
Si	31.482	12.039	-0.261	-0.253	0.153	0.675
Si	35.318	0	1.176	-0.003	-0.004	-0.022
Si	38.096	2.798	1.266	0.018	0.025	-0.066
Si	35.374	5.453	1.461	0.007	0.007	-0.054
Si	-27.197	8.194	1.24	0.023	0.001	-0.049
Si	35.205	-5.352	1.465	-0.005	-0.006	-0.019
Si	38.028	-2.788	1.245	-0.003	0	-0.026
Si	40.652	-0.016	1.194	-0.013	-0.013	-0.037
Si	26.986	2.754	1.748	-0.015	0.015	-0.025
Si	-24.591	5.393	1.314	-0.031	-0.001	-0.059
Si	27.151	7.951	1.526	-0.039	-0.011	-0.029
Si	-24.532	-5.53	1.295	0.004	-0.016	-0.042
Si	27.064	-2.718	1.186	-0.007	-0.002	-0.059
Si	29.78	0.136	1.062	-0.007	0.016	-0.065
Si	32.494	2.786	1.224	0.006	-0.025	-0.05
Si	29.862	5.528	1.594	-0.005	0.032	-0.039
Si	32.553	8.204	1.302	-0.021	0.004	-0.054
Si	29.946	10.938	1.265	0.039	0.008	-0.028
Si	32.551	-2.672	1.134	0.01	-0.014	-0.077
Si	33.873	1.328	2.54	0.024	0.02	0.007
Si	36.753	4.084	2.739	0.011	-0.004	0.042
Si	33.929	6.841	2.668	-0.011	0.011	0.017
Si	-28.596	9.543	2.617	0.016	-0.027	0.008
Si	33.849	-3.951	2.711	-0.044	0.025	0.021
Si	36.697	-1.333	2.578	-0.019	-0.006	-0.01
Si	39.394	1.375	2.603	0.01	-0.005	0.008
Si	-23.193	4.096	2.688	0.035	0.029	0.003
Si	-25.895	6.817	2.67	-0.002	0.007	0.041
Si	-23.084	-6.834	2.619	0	-0.014	0.017
Si	-25.921	-4.161	2.629	0.005	0.011	0.025
Si	25.739	-1.467	2.741	0.008	-0.015	0.045
Si	28.506	1.307	2.751	0.027	-0.058	0.03
Si	31.291	4.111	2.76	-0.015	-0.02	0.028
Si	28.484	6.77	2.99	0.033	0.033	0.064
Si	31.247	9.584	2.715	-0.016	-0.009	0.019
Si	28.487	12.275	2.56	-0.038	-0.024	0
Si	31.161	-1.275	2.453	-0.026	0.023	0.01
Si	32.544	-0.011	3.935	0.008	-0.019	0.009
Si	35.284	2.686	3.948	-0.017	0.009	-0.029
Si	32.629	5.48	4.085	-0.015	0.019	0.026
Si	-29.954	8.188	3.995	0.004	-0.007	0.01
Si	32.579	-5.38	4.078	0.001	0	-0.005
Si	35.315	-2.645	3.991	0.011	-0.005	0.002
Si	38.032	0.02	3.963	-0.013	-0.005	0.014
Si	-24.513	2.692	4.005	-0.017	0.006	0.01
Si	-27.209	5.465	4.075	0.016	0.004	0.016
Si	-24.479	-8.157	3.993	-0.012	-0.006	-0.013
Si	-27.266	-5.452	4.023	0.013	0.005	0.038
Si	-24.523	-2.747	3.935	-0.011	-0.015	0.007
Si	27.116	-0.063	4.077	-0.015	0.019	0.009
Si	29.883	2.709	4.063	-0.004	0.01	-0.004
Si	27.071	5.412	4.247	0.007	0.008	0.006
Si	29.888	8.238	4.139	0.009	0.003	-0.016
Si	27.172	10.884	4.012	0.011	-0.002	0.002
Si	29.838	-2.661	3.913	0.035	0.014	-0.006
Si	34.005	-1.342	16.204	0.003	-0.02	-0.007
Si	36.76	1.416	16.169	-0.001	0.003	-0.011
Si	34.033	4.104	16.247	0.002	0.001	-0.002
Si	-28.507	6.783	16.177	0	0.015	-0.008
Si	34.031	-6.801	16.199	0.003	0.006	-0.013
Si	36.749	-4.107	16.14	-0.011	-0.016	-0.015
Si	39.497	-1.346	16.119	0.006	0.002	-0.009
Si	25.876	1.398	16.381	-0.01	0.003	-0.014
Si	-25.774	4.127	16.2	0.004	0.008	0.007
Si	25.883	6.814	16.351	0.007	0.003	-0.005
Si	-25.795	-6.836	16.155	-0.014	-0.002	-0.009
Si	25.882	-4.05	16.344	0.012	0.001	0.009
Si	28.586	-1.324	16.355	0.015	0.004	-0.002
Si	31.289	1.377	16.273	-0.004	-0.011	-0.009
Si	28.567	4.115	16.337	0.009	0.003	-0.008
Si	31.295	6.804	16.274	-0.002	-0.01	-0.014
Si	28.596	9.537	16.312	0.002	0.005	-0.009
Si	31.289	-4.051	16.252	0.002	-0.002	-0.014
Si	35.387	0.052	17.484	-0.008	0.008	0.015
Si	38.108	2.796	17.531	0.003	-0.005	-0.013
Si	35.44	5.454	17.584	0	-0.008	-0.006
Si	-27.131	8.114	17.525	0.015	-0.012	0.008
Si	35.407	-5.452	17.531	0.017	0	0.02
Si	38.166	-2.766	17.422	0.007	0.012	-0.004
Si	40.828	0.056	17.464	-0.002	-0.008	0.002
Si	27.243	2.766	17.752	-0.014	0.017	-0.001
Si	-24.377	5.433	17.604	0	-0.001	0.014
Si	27.238	8.206	17.705	-0.001	-0.004	-0.011
Si	-24.405	-5.507	17.492	0.014	-0.022	-0.004
Si	27.219	-2.674	17.724	-0.012	0.021	0.029
Si	29.96	0.051	17.708	-0.003	0.001	-0.018
Si	32.651	2.751	17.592	-0.01	-0.003	0.021
Si	29.896	5.517	17.679	-0.002	0.018	-0.008
Si	32.714	8.143	17.577	-0.016	0.005	-0.005
Si	29.973	10.905	17.644	-0.002	0.007	0.003
Si	32.639	-2.678	17.591	-0.006	0.008	0.009
Si	34.051	1.391	18.903	0.015	0.009	-0.032
Si	36.787	4.116	18.98	0.005	-0.011	0.004
Si	34.119	6.829	18.945	0.018	0.016	-0.02
Si	36.774	-6.858	18.854	-0.01	-0.001	-0.045
Si	34.022	-4.082	18.853	-0.01	-0.026	-0.026
Si	36.818	-1.354	18.679	0.007	0.008	-0.024
Si	39.498	1.45	18.825	0.014	0.017	-0.025
Si	25.92	4.128	19.166	-0.017	0.046	0.003
Si	-25.754	6.797	18.932	-0.016	0.029	-0.032
Si	25.903	9.567	19.091	0.013	0.007	-0.006
Si	39.496	-4.159	18.778	-0.028	0.021	-0.011
Si	42.187	-1.33	18.759	-0.003	0.001	-0.039
Si	28.618	1.418	19.11	0.028	-0.025	0.006
Si	31.28	4.129	18.944	-0.001	-0.029	-0.037
Si	28.568	6.888	19.12	0.008	-0.018	-0.021
Si	31.368	9.493	18.925	-0.015	0.001	-0.02
Si	28.63	-4.047	19.028	-0.02	-0.006	-0.023
Si	31.355	-1.3	19.04	0.019	-0.017	-0.019
Si	32.765	0.062	20.364	-0.019	-0.019	0.051
Si	35.392	2.747	20.293	-0.014	-0.01	0.056
Si	32.732	5.462	20.211	0.011	-0.019	0.063
Si	35.506	8.124	20.342	0.015	-0.009	0.061
Si	32.78	10.787	20.249	0.052	0.019	0.021
Si	35.465	-2.666	20.017	-0.003	0.003	0.035
Si	38.105	0.03	20.032	-0.027	-0.011	0.025
Si	40.88	2.702	20.288	0.001	-0.003	0.042
Si	38.213	5.43	20.332	0.039	0.013	0.042
Si	-24.446	8.147	20.378	-0.007	-0.033	0.061
Si	38.177	-5.515	20.151	0.017	-0.027	0.056
Si	40.82	-2.748	20.042	0.019	0.002	0.023
Si	27.257	0.085	20.496	-0.022	-0.019	0.048
Si	29.953	2.844	20.431	0.01	0.003	0.054
Si	27.198	5.588	20.58	-0.037	-0.01	0.034
Si	30.021	8.258	20.399	0.009	0.006	0.036
Si	27.277	10.948	20.466	-0.004	0.007	0.058
Si	30.013	-2.681	20.389	0.001	0.03	0.047
Si	34.47	-1.157	21.475	-0.292	-0.042	-0.7
Si	36.586	1.098	21.434	0.091	0.137	-0.761
Si	33.815	3.931	21.593	0.205	0.013	-0.74
Si	37.124	7.012	21.669	-0.161	-0.097	-0.758
Si	34.449	9.776	21.627	-0.344	-0.259	-0.651
Si	36.595	-4.25	21.258	0.196	0.123	-0.792
Si	39.615	-1.198	21.272	-0.228	-0.242	-0.698
Si	25.619	1.183	21.836	0.317	0.292	-0.617
Si	39.757	4.238	21.666	-0.168	-0.157	-0.75
Si	25.461	6.73	21.789	0.257	0.076	-0.605
Si	39.243	-6.987	21.663	0.164	0.128	-0.733
Si	42.376	-3.778	21.428	-0.087	-0.165	-0.737
Si	28.426	-1.533	21.737	0.191	0.121	-0.74
Si	31.624	1.724	21.625	-0.075	-0.174	-0.748
Si	28.902	4.51	21.806	-0.346	-0.358	-0.629
Si	31.282	6.659	21.569	0.183	0.314	-0.65
Si	28.963	9.9	21.738	-0.21	-0.234	-0.728
Si	31.278	-4.321	21.508	0.094	0.235	-0.714
Si	26.936	-5.604	-1.763	-0.128	0.033	0.027
Si	-30.416	2.955	-6.379	0.155	0.068	0.11
Si	-31.317	7.276	25.952	0.046	-0.024	-0.067
Si	-27.934	-5.843	26.067	-0.137	0.048	0.031
Si	28.866	4.875	-4.322	0.089	-0.062	0.014
Si	-25.883	4.432	-3.298	-0.062	-0.031	0.157
Si	30.906	-5.429	-5.515	0.046	0.115	0.049
Si	-30.54	-2.225	-5.552	0.082	-0.012	-0.058
Si	22.641	-0.362	24.607	0.076	0.015	-0.097
Si	-24.513	6.695	-4.879	-0.041	0.02	-0.15
Si	27.986	7.611	-5.056	-0.07	0.061	0.07
Si	-30.968	-0.72	-3.106	-0.133	0.108	0.037
Si	25.136	-7.976	24.459	0.016	-0.069	-0.127
Si	-32.079	-4.093	25.808	0.013	0.096	0.005
Si	-28.524	-4.572	-2.863	-0.016	0.125	-0.035
Si	28.129	-5.809	-5.729	-0.028	-0.072	0.002
Si	-26.653	0.334	-5.424	-0.022	0.067	0.156
Si	30.702	-3.555	-3.303	0.093	-0.075	0.187
Si	-30.177	8.067	-2.021	-0.002	0.035	0.08
Si	-29.197	0.229	-6.903	0.052	0.001	-0.032
Si	-30.263	-6.444	-4.209	-0.024	0.018	0.038
Si	-25.5	-2.417	-5.638	0.063	-0.076	0.014
Si	25.567	-7.359	-3.936	-0.031	-0.072	-0.065
Si	-32.584	-2.515	23.425	0.015	-0.016	0.003
Si	28.926	5.03	24.792	0.049	0.054	-0.168
Si	-28.295	0.94	-2.892	0.131	0.062	-0.005
Si	32.322	-7.877	-4.76	0.155	-0.019	0.024
Si	22.456	7.298	25.333	-0.038	0.023	0.048
Si	-29.684	-5.071	-6.798	-0.163	0.099	0.046
Si	-32.242	1.936	-4.09	0.09	-0.173	0.019
Si	-29.804	5.406	23.852	0.01	0.01	-0.095
Si	31.298	7.175	24.506	-0.013	-0.001	-0.08
Si	-26.342	-2.771	-2.763	-0.139	0.062	0.024
Si	32.321	6.608	-2.567	-0.07	0.029	0.057
Si	27.344	7.296	26.088	0.075	-0.107	-0.078
Si	30.564	-0.367	23.522	-0.099	0.122	-0.053
Si	31.947	-2.813	-5.805	0.001	-0.009	0.11
Si	26.955	-0.958	-3.001	0.043	0.114	0.223
Si	28.672	0.786	-4.779	0.05	0.036	-0.03
Si	25	1.424	24.717	0.016	-0.008	-0.105
Si	29.219	-6.907	24.705	0.059	0.043	-0.147
Si	-30.523	-6.433	24.645	-0.038	-0.109	-0.135
Si	25.234	1.417	-2.354	0.043	-0.155	-0.02
Si	27.824	-3.593	-3.624	0.032	-0.005	-0.06
Si	-24.814	-4.916	23.727	-0.059	0.015	-0.223
Si	-31.432	4.312	-2.701	0.012	-0.085	-0.044
Si	29.973	-0.83	-6.894	-0.08	0.126	-0.098
Si	25.993	3.679	-3.896	-0.116	-0.058	0.074
Si	28.815	3.124	-6.785	0.111	-0.047	0.006
Si	30.351	2.543	-3.121	0.077	0.104	0.142
Si	-26.728	2.145	23.652	0.089	0.059	-0.154
Si	-28.818	3.843	-4.072	0.072	-0.036	0.011
Si	-25.974	-5.623	-2.79	0.098	-0.064	0.053
Si	-27.077	-2.799	23.514	0.137	0.016	-0.097
Si	33.93	-1.321	5.343	0.002	0.015	0.006
Si	36.656	1.354	5.333	-0.009	-0.001	-0.001
Si	33.99	4.071	5.372	0.02	0.006	0
Si	-28.605	6.824	5.378	0.001	-0.003	0.007
Si	33.979	9.558	5.376	0.004	-0.003	-0.005
Si	-28.618	-4.051	5.342	-0.023	0	0.005
Si	-25.869	-1.362	5.299	0.01	0.004	0.009
Si	-23.12	1.344	5.333	0.018	-0.003	0.013
Si	-25.848	4.073	5.378	0.015	-0.001	0.014
Si	-23.148	6.817	5.391	0.011	0.009	0.019
Si	-25.856	-6.796	5.345	-0.007	-0.025	0.006
Si	-23.117	-4.077	5.292	-0.005	-0.008	-0.001
Si	28.507	-1.391	5.403	0.002	-0.01	0.005
Si	31.246	1.342	5.382	0.002	-0.003	0.004
Si	28.505	4.029	5.468	-0.013	-0.022	0.029
Si	31.252	6.829	5.436	-0.007	0.004	0.008
Si	28.506	9.58	5.457	-0.01	0.01	0.015
Si	31.181	-4.014	5.36	-0.019	0.018	0.004
Si	35.305	0.016	6.715	-0.015	0.004	0.001
Si	-27.243	2.713	6.696	-0.009	0.016	-0.009
Si	-29.942	5.441	6.733	-0.002	-0.003	0.005
Si	-27.218	-8.144	6.716	0.004	-0.001	0.003
Si	-29.948	-5.409	6.732	0.012	0.003	0.005
Si	-27.226	-2.703	6.684	-0.011	0.005	-0.006
Si	-24.496	-0.014	6.674	0.003	-0.001	-0.002
Si	-21.749	2.707	6.691	-0.005	-0.008	0
Si	-24.489	5.436	6.733	0.001	-0.003	0.005
Si	-21.74	-8.137	6.696	-0.004	-0.002	0.002
Si	-24.477	-5.426	6.675	0.009	-0.004	0.001
Si	-21.757	-2.724	6.673	0.009	0.002	-0.004
Si	29.877	-0.013	6.749	-0.009	0.007	-0.002
Si	32.611	2.719	6.731	0.006	-0.002	-0.008
Si	29.876	5.445	6.773	-0.001	0.011	-0.013
Si	32.63	8.19	6.758	-0.002	0.002	-0.005
Si	29.872	-5.376	6.784	-0.015	0.003	-0.001
Si	32.584	-2.69	6.717	0.01	-0.011	-0.008
Si	33.97	1.373	8.097	0.016	0.009	0.005
Si	-28.575	4.081	8.076	0.004	0.005	0.006
Si	33.983	6.807	8.097	0.002	-0.003	-0.005
Si	-28.572	-6.776	8.073	0.002	0.002	-0.011
Si	33.954	-4.056	8.076	-0.014	-0.009	-0.005
Si	-28.592	-1.352	8.052	-0.004	-0.007	-0.005
Si	-25.857	1.353	8.034	-0.006	-0.008	-0.013
Si	-23.102	4.075	8.052	0.01	0.013	-0.001
Si	-25.857	6.807	8.067	-0.008	-0.013	-0.002
Si	-23.11	-6.779	8.042	0.003	0.003	-0.001
Si	-25.844	-4.063	8.034	0.003	0.004	-0.008
Si	-23.117	-1.36	8.033	-0.003	-0.004	-0.004
Si	28.531	1.331	8.149	-0.016	0.003	0.006
Si	31.253	4.08	8.107	-0.002	-0.007	-0.005
Si	28.523	6.81	8.141	-0.004	-0.001	-0.002
Si	31.252	-6.769	8.104	0.009	0.012	-0.004
Si	28.514	-4.065	8.172	0.004	-0.011	0.01
Si	31.244	-1.35	8.115	0.002	-0.002	-0.01
Si	32.611	0.014	9.461	-0.004	0.003	-0.004
Si	-29.938	2.731	9.442	-0.004	0.006	0.001
Si	32.619	5.448	9.458	0.006	0.012	-0.001
Si	-29.926	-8.145	9.434	0.014	-0.003	0.001
Si	32.617	-5.419	9.46	0.003	0.008	0
Si	-29.948	-2.704	9.425	-0.004	-0.003	-0.002
Si	-27.215	0.003	9.405	-0.01	0.005	-0.003
Si	-24.481	2.714	9.388	-0.004	0.006	-0.005
Si	-27.209	5.443	9.421	0.001	-0.008	0.005
Si	-24.469	-8.148	9.393	0.002	0.002	-0.007
Si	-27.197	-5.418	9.411	0.006	-0.007	0.002
Si	-24.475	-2.715	9.399	0.002	0.005	0
Si	27.178	-0.016	9.524	0.019	-0.014	0.003
Si	29.896	2.722	9.478	-0.003	-0.006	-0.003
Si	27.172	5.441	9.51	-0.005	0.006	0.002
Si	29.901	-8.141	9.477	-0.004	0.002	-0.009
Si	27.168	-5.431	9.538	-0.012	0.007	0.005
Si	29.893	-2.699	9.5	-0.007	0.004	0.002
Si	33.982	-1.347	10.803	0.003	0.003	-0.001
Si	-28.564	1.364	10.777	0.002	0.002	0.003
Si	-31.292	4.092	10.808	0.013	-0.011	0.006
Si	-28.562	-9.512	10.778	0.002	0.001	0
Si	-31.29	-6.789	10.797	-0.003	-0.001	-0.007
Si	-28.571	-4.067	10.767	-0.005	0.007	-0.008
Si	-25.837	-1.351	10.756	-0.001	-0.006	0
Si	-23.105	1.366	10.741	-0.002	-0.01	-0.002
Si	-25.83	4.08	10.752	0.002	0.007	0.002
Si	-23.093	-9.512	10.732	-0.004	0	-0.003
Si	-25.825	-6.787	10.752	-0.001	0	0.002
Si	-23.098	-4.071	10.752	0.001	-0.004	0.002
Si	28.544	-1.353	10.884	-0.003	0.009	0.009
Si	31.26	1.37	10.835	0.007	0.001	0
Si	28.547	4.083	10.856	0.007	0.002	0
Si	31.266	6.811	10.826	0	-0.006	-0.003
Si	28.549	-6.795	10.864	-0.002	0.001	0.001
Si	31.262	-4.068	10.834	-0.002	-0.005	-0.002
Si	35.352	0.017	12.147	-0.002	-0.003	-0.002
Si	-27.188	2.727	12.116	-0.002	-0.007	0
Si	-29.919	5.457	12.146	0	0.008	0.004
Si	-27.177	-8.156	12.108	0.003	0.003	0.006
Si	-29.917	-5.431	12.139	0.007	-0.002	0.003
Si	-27.203	-2.708	12.114	-0.005	-0.004	0
Si	-24.461	0.01	12.104	-0.002	0.005	0.002
Si	-21.735	2.738	12.083	-0.001	0	-0.001
Si	-24.452	5.446	12.086	-0.002	-0.007	-0.002
Si	-21.725	-8.158	12.087	0.004	-0.004	0.001
Si	-24.452	-5.441	12.107	0.006	0.006	0.004
Si	-21.719	-2.716	12.099	0.001	0.011	-0.002
Si	29.904	0.025	12.218	-0.007	-0.005	-0.002
Si	32.629	2.735	12.176	-0.013	0.004	0
Si	29.917	5.451	12.203	-0.002	0.009	-0.002
Si	32.637	8.174	12.171	0.006	0.004	0.006
Si	29.912	-5.423	12.209	0.007	0.006	0.001
Si	32.626	-2.702	12.175	-0.001	-0.008	-0.002
Si	34	1.379	13.518	0.004	-0.004	0.002
Si	-28.535	4.096	13.478	0.002	-0.004	0.006
Si	-31.279	6.806	13.517	0.004	-0.002	0.009
Si	-28.542	-6.81	13.467	0.004	0.003	0.001
Si	34.003	-4.071	13.503	-0.002	0	-0.004
Si	36.725	-1.346	13.485	-0.007	0.007	-0.001
Si	-25.812	1.379	13.466	0.006	-0.005	0.005
Si	-23.09	4.099	13.448	-0.013	0.017	0.006
Si	-25.798	-9.515	13.45	0.002	0	-0.003
Si	-23.079	-6.81	13.455	-0.003	0	0.008
Si	-25.829	-4.08	13.442	-0.006	0.003	0
Si	-23.077	-1.346	13.443	0.006	-0.013	0.007
Si	28.558	1.382	13.603	0.011	-0.001	0.006
Si	31.28	4.088	13.556	0.013	-0.007	0.004
Si	28.573	6.808	13.585	0.01	-0.011	0.006
Si	31.286	9.535	13.545	-0.014	0.001	0.005
Si	28.562	-4.066	13.589	-0.007	0.002	0.001
Si	31.269	-1.345	13.549	0	0.01	-0.001
Si	32.633	0.024	14.88	-0.009	-0.005	0.004
Si	35.374	2.761	14.843	0.004	-0.004	0.007
Si	32.65	5.451	14.898	-0.014	0.002	0.001
Si	-29.889	8.157	14.846	-0.002	-0.001	0.005
Si	32.652	-5.417	14.885	0.001	0.001	0.004
Si	35.367	-2.71	14.844	0.004	0.003	0
Si	38.101	0.024	14.816	0.001	-0.002	0
Si	-24.448	2.753	14.815	0.006	-0.004	0.001
Si	-27.144	5.449	14.814	0.003	0.003	0.005
Si	-24.422	-8.184	14.818	-0.005	-0.003	0.005
Si	-27.162	-5.464	14.804	0.003	0.004	0.004
Si	-24.448	-2.722	14.767	-0.005	0.001	-0.003
Si	27.22	0.032	14.998	-0.008	0.006	0.002
Si	29.919	2.754	14.949	-0.008	0.005	-0.003
Si	27.216	5.458	14.961	-0.001	-0.005	0.002
Si	29.942	8.181	14.927	0.004	0.002	0.007
Si	27.222	10.898	14.969	0.009	-0.001	-0.002
Si	29.911	-2.684	14.936	0.001	-0.007	0.004
Si	-14.761	-1.551	0.035	-0.074	0.098	0.677
Si	-12.572	1.574	-0.217	0.277	-0.136	0.65
Si	-14.73	3.898	-0.033	-0.116	0.198	0.675
Si	-11.897	6.705	-0.127	-0.255	0.136	0.718
Si	-15.013	-6.478	0.103	0.053	-0.254	0.691
Si	-12.501	-3.752	-0.212	0.239	-0.153	0.673
Si	-9.014	-1.68	-0.154	-0.351	0.331	0.658
Si	-6.334	1.154	-0.124	-0.21	0.207	0.738
Si	-9.794	4.324	-0.275	0.364	-0.168	0.733
Si	-6.837	7.188	-0.094	0.087	-0.277	0.691
Si	-9.04	-6.879	-0.025	-0.236	0.057	0.664
Si	-23.363	-3.965	0.042	0.253	-0.159	0.666
Si	-20.758	-1.114	-0.003	0.469	-0.301	0.637
Si	-17.923	1.742	0.035	0.129	-0.272	0.699
Si	-20.116	3.972	0.306	-0.215	0.009	0.71
Si	-17.977	7.07	0.143	0.184	-0.02	0.748
Si	-20.185	-7.067	0.025	-0.127	0.187	0.721
Si	-17.241	-4.293	-0.014	-0.32	0.084	0.756
Si	-13.568	0.039	1.259	0.002	0.003	-0.036
Si	-10.872	2.704	1.065	-0.021	-0.003	-0.067
Si	-13.498	5.504	1.175	-0.007	0.038	-0.036
Si	-10.729	8.274	1.168	0.024	-0.009	-0.041
Si	-13.477	-5.282	1.331	0.018	0.023	-0.034
Si	-10.782	-2.696	1.076	-0.007	-0.008	-0.033
Si	-7.998	0.03	1.132	0.005	-0.01	-0.064
Si	-21.814	2.77	1.371	0.019	-0.02	-0.05
Si	-8.055	5.451	1.014	-0.04	0.019	-0.057
Si	-21.751	-8.271	1.278	-0.023	-0.007	-0.037
Si	-7.984	-5.438	1.456	0.012	-0.017	-0.045
Si	-21.755	-2.788	1.279	-0.018	-0.029	-0.051
Si	-19.025	-0.001	1.198	-0.023	-0.001	-0.076
Si	-16.273	2.776	1.337	0.007	0.005	-0.052
Si	-18.968	5.511	1.577	-0.004	0.023	-0.036
Si	-16.255	-8.107	1.275	0.02	-0.012	-0.053
Si	-18.974	-5.411	1.195	0.037	-0.005	-0.073
Si	-16.241	-2.725	1.394	0.01	-0.01	-0.082
Si	-14.933	1.36	2.646	0.001	-0.001	0.028
Si	-12.163	4.087	2.533	0.024	-0.01	0.022
Si	-14.876	6.822	2.573	-0.007	-0.025	0.021
Si	-12.112	-6.739	2.571	-0.007	-0.026	-0.002
Si	-14.847	-4.018	2.749	-0.022	-0.023	0.031
Si	-12.098	-1.312	2.527	-0.002	-0.036	0.013
Si	-9.434	1.39	2.45	0	-0.001	0.001
Si	-6.746	4.136	2.523	-0.001	0.047	-0.008
Si	-9.384	6.823	2.498	0.012	-0.025	0.044
Si	-6.6	-6.777	2.761	0.011	-0.015	0.022
Si	-9.488	-4.044	2.595	0.009	0.034	0.005
Si	-23.182	-1.374	2.572	0.022	0.042	0.016
Si	-20.389	1.348	2.636	0.007	-0.006	0.023
Si	-17.551	4.124	2.774	0.021	-0.026	0.029
Si	-20.442	6.817	2.785	-0.018	0.019	0.044
Si	-17.622	-6.746	2.637	-0.025	0.034	0.034
Si	-20.33	-4.083	2.598	-0.014	-0.039	0
Si	-17.67	-1.328	2.607	-0.006	0.035	0.008
Si	-16.294	0.007	3.988	0.008	-0.007	0.012
Si	-13.524	2.748	3.938	-0.006	0.015	0
Si	-16.18	5.499	4.038	0.011	0.014	0.034
Si	-13.503	8.199	3.911	-0.003	0.011	0.014
Si	-16.253	-5.415	4.02	0.013	-0.003	-0.009
Si	-13.451	-2.634	3.989	-0.005	0.024	0.004
Si	-10.754	0.045	3.898	-0.013	0.003	0.008
Si	-8.099	2.751	3.88	0	-0.009	0.016
Si	-10.77	5.46	3.883	-0.002	0.012	-0.022
Si	-8.049	8.14	3.975	-0.012	-0.021	-0.013
Si	-10.79	-5.413	3.986	-0.001	0.017	0.017
Si	-8.087	-2.68	3.946	0.009	-0.012	0.005
Si	-21.784	-0.024	3.954	-0.006	0.005	-0.008
Si	-19.008	2.718	3.998	-0.026	-0.012	-0.014
Si	-21.815	5.436	4.061	-0.01	0.006	0.023
Si	-19.004	-8.098	4.014	0.02	-0.009	-0.019
Si	-21.719	-5.44	3.952	0.001	-0.017	-0.005
Si	-19.009	-2.703	3.968	0.016	-0.004	0.012
Si	-14.946	-1.354	16.17	0.001	0.004	-0.004
Si	-12.261	1.371	16.22	-0.011	-0.002	-0.009
Si	-14.941	4.097	16.216	0	0	-0.002
Si	-12.232	6.785	16.237	0.012	-0.002	-0.009
Si	-14.942	-6.786	16.211	0.011	0.003	-0.003
Si	-12.219	-4.086	16.206	-0.005	-0.003	-0.012
Si	-9.531	-1.371	16.251	-0.009	-0.003	-0.004
Si	-23.066	1.406	16.154	-0.002	0	-0.014
Si	-9.527	4.093	16.267	0.003	0.007	-0.002
Si	-23.059	-9.523	16.213	0.002	-0.003	-0.003
Si	-9.526	9.513	16.279	-0.006	0.005	-0.008
Si	-23.104	-4.106	16.109	-0.01	0.01	-0.009
Si	-20.352	-1.326	16.134	-0.006	0.012	-0.003
Si	-17.666	1.375	16.139	0.012	-0.009	-0.01
Si	-20.373	4.115	16.181	0.009	0.004	-0.003
Si	-17.676	-9.508	16.203	-0.008	-0.009	-0.002
Si	-20.363	-6.831	16.193	-0.003	0.003	0.002
Si	-17.641	-4.076	16.184	-0.011	0.003	0.002
Si	-13.613	-0.015	17.558	-0.001	0.013	0.019
Si	-10.942	2.757	17.585	-0.004	-0.007	-0.012
Si	-13.598	5.45	17.616	-0.005	0	-0.01
Si	-10.881	8.124	17.612	0.006	0.007	0.015
Si	-13.594	-5.41	17.568	0.004	-0.013	0.01
Si	-10.865	-2.767	17.601	0	0	-0.002
Si	-8.206	0.005	17.62	0.012	-0.017	0.016
Si	-21.709	2.749	17.546	-0.016	0.014	-0.004
Si	-8.175	5.423	17.671	-0.016	-0.01	0.014
Si	-21.715	-8.171	17.605	0.01	-0.009	0.003
Si	-8.172	-5.467	17.668	0.004	-0.003	-0.006
Si	-21.763	-2.698	17.397	0.005	-0.003	0.011
Si	-19.011	0.042	17.52	0.002	0.007	-0.004
Si	-16.323	2.71	17.513	0.013	0.01	0.012
Si	-19.065	5.489	17.576	-0.018	-0.008	0.006
Si	-16.304	-8.158	17.556	-0.007	0.006	0
Si	-18.978	-5.48	17.519	0.002	0.01	0.007
Si	-16.303	-2.688	17.543	0.013	-0.007	0.007
Si	-15.022	1.32	18.895	-0.02	-0.006	-0.03
Si	-12.299	4.062	19.009	0.004	-0.008	-0.007
Si	-14.969	6.823	18.953	0.019	0.005	-0.012
Si	-12.259	9.511	18.908	0.013	-0.027	-0.044
Si	-14.931	-4.011	18.92	-0.006	0.017	-0.021
Si	-12.241	-1.391	18.898	-0.005	-0.017	-0.026
Si	-9.593	1.401	18.913	-0.006	0	-0.02
Si	-22.991	4.082	18.998	-0.015	0.017	-0.014
Si	-9.573	6.746	19.032	0	0.01	-0.032
Si	-23.095	-6.828	18.961	-0.015	0.002	0.006
Si	-9.502	-4.091	19.022	-0.016	0.018	-0.009
Si	-6.877	-1.361	19.006	-0.001	-0.013	-0.037
Si	-20.353	1.399	18.901	0.004	-0.02	-0.01
Si	-17.694	4.08	18.837	0.004	-0.008	-0.043
Si	-20.376	-9.485	19.044	0.004	-0.004	-0.014
Si	-17.608	-6.802	18.951	-0.017	0.009	-0.015
Si	-20.438	-4.097	18.706	-0.022	-0.003	-0.033
Si	-17.679	-1.32	18.883	0.019	-0.002	-0.005
Si	-16.374	0.001	20.334	0.024	0.014	0.034
Si	-13.698	2.659	20.29	-0.001	-0.018	0.055
Si	-16.346	5.403	20.209	-0.003	-0.021	0.055
Si	-13.668	8.24	20.313	0.005	0.03	0.058
Si	-16.266	-5.37	20.278	-0.006	-0.003	0.052
Si	-13.577	-2.683	20.331	0.009	0.006	0.033
Si	-10.924	-0.004	20.231	-0.002	0.016	0.047
Si	-8.201	2.725	20.254	0.002	-0.022	0.038
Si	-10.978	5.413	20.413	-0.006	-0.001	0.033
Si	-8.217	8.049	20.478	0.009	-0.024	0.074
Si	-10.844	-5.533	20.283	-0.013	-0.015	0.075
Si	-8.212	-2.7	20.434	0.008	0.031	0.059
Si	43.566	-0.014	20.163	-0.012	-0.016	0.055
Si	-19.014	2.767	20.269	0.006	-0.005	0.066
Si	-21.692	5.447	20.479	0.016	-0.009	0.026
Si	-18.954	-8.118	20.384	-0.007	-0.014	0.044
Si	-21.719	-5.384	20.191	0.015	0.013	0.063
Si	-19.125	-2.733	20.032	-0.001	-0.016	0.059
Si	-14.78	-1.128	21.65	-0.168	-0.205	-0.763
Si	-12.544	1.044	21.534	0.065	0.18	-0.754
Si	-15.328	3.779	21.549	0.185	0.04	-0.757
Si	-12.2	7.027	21.643	-0.099	-0.249	-0.729
Si	-14.639	9.947	21.651	-0.219	-0.231	-0.751
Si	-12.309	-4.26	21.534	0.1	0.215	-0.73
Si	-9.377	-1.037	21.648	-0.078	-0.234	-0.744
Si	41.939	0.976	21.49	0.289	0.378	-0.623
Si	-9.323	4.234	21.607	-0.237	-0.037	-0.724
Si	-23.365	6.544	21.753	0.134	0.152	-0.726
Si	-9.883	9.143	21.703	0.174	0.178	-0.788
Si	-6.623	-3.874	21.728	-0.221	-0.062	-0.721
Si	44.634	-1.649	21.419	0.099	0.109	-0.759
Si	-17.547	1.591	21.653	-0.077	-0.244	-0.732
Si	-19.982	4.345	21.723	-0.309	-0.096	-0.743
Si	-17.753	6.585	21.64	0.068	0.238	-0.672
Si	-20.085	-6.399	21.531	-0.102	-0.197	-0.761
Si	-17.93	-4.167	21.377	0.179	0.041	-0.767
Si	-19.804	-4.381	-3.966	0.071	-0.126	-0.025
Si	-13.493	2.08	-6.656	-0.095	0.076	-0.031
Si	-16.674	7.092	24.546	0.12	0.052	-0.127
Si	-11.942	-6.483	26.006	-0.123	0.048	-0.054
Si	-18.981	-7.389	-4.691	-0.105	0.045	0.102
Si	-10.199	4.029	-3.215	0.032	-0.085	-0.015
Si	-16.582	-5.777	-4.998	-0.082	0.21	-0.008
Si	-15.653	0.383	-7.105	0.134	-0.121	-0.052
Si	-22.441	1.975	-2.747	0.035	-0.007	0.076
Si	-9.016	6.115	-4.912	0.117	-0.076	0
Si	-15.634	4.966	-4.403	0.058	0.086	-0.05
Si	-15.499	-0.882	-2.853	0.009	-0.031	0.125
Si	-23.035	7.691	24.679	-0.004	-0.043	-0.118
Si	-15.309	-4.072	25.827	0.078	-0.073	-0.07
Si	-11.96	-4.599	-3.269	0.055	0.082	0.123
Si	-20.402	-2.07	-5.519	0.071	-0.089	-0.007
Si	-11.384	0.303	-5.835	-0.116	-0.012	0.013
Si	-17.101	-3.527	-3.02	0.07	0.012	0.123
Si	-13.831	8.061	-1.987	0.02	0.065	-0.06
Si	-18.075	3.528	-4.467	-0.065	0.037	0.019
Si	-13.73	-6.766	-4.633	0.118	-0.039	0.148
Si	-10.939	-2.548	-5.131	-0.075	-0.007	-0.022
Si	-23.643	-6.699	-4.409	0.017	0.086	-0.021
Si	-16.76	-2.324	23.716	0.021	0.091	-0.178
Si	-21.828	6.059	-6.435	-0.114	0.062	0.104
Si	-12.963	0.723	-3.126	0.037	-0.03	0.067
Si	-22.708	-4.472	25.687	0.038	-0.029	0.076
Si	-25.695	-7.789	25.986	0	-0.081	-0.022
Si	-18.92	-7.762	26.176	0.076	0.011	0.001
Si	-24.117	0.968	24.266	0.066	-0.076	-0.076
Si	-13.445	5.112	23.626	-0.008	0.005	-0.007
Si	-15.253	5.004	25.977	0.05	-0.087	-0.054
Si	-8.778	-2.233	-3.027	-0.002	-0.072	0.14
Si	-21.791	-5.485	-2.196	-0.075	0.032	0.121
Si	-20.352	3.906	24.746	0.1	-0.061	-0.034
Si	-19.001	-0.232	23.754	-0.017	0.017	-0.083
Si	-17.751	0.952	-2.925	-0.023	0.147	0.035
Si	-28.138	3.607	25.766	-0.112	-0.017	0.01
Si	-27.982	-2.635	26.228	-0.057	-0.083	0.016
Si	-22.877	2.794	26.061	0.07	0.03	0.029
Si	-20.939	-6.378	24.487	0.023	-0.021	-0.146
Si	-14.752	-6.898	24.7	0.048	0.076	-0.099
Si	-24.346	2.31	-5.096	0.037	0.047	-0.006
Si	-20.41	-0.479	-2.862	-0.199	0.106	0.014
Si	-7.878	-4.453	24.526	-0.063	0.01	-0.108
Si	-16.052	5.963	-1.84	-0.004	-0.105	0.068
Si	-23.126	-1.412	26.163	-0.033	0.114	-0.031
Si	-21.752	5.038	-2.028	-0.145	-0.166	0.171
Si	-20.922	6.273	26.201	0.049	0.087	-0.117
Si	-19.872	6.08	-4.12	0.1	-0.026	-0.004
Si	-11.199	2.903	23.569	0.052	0.03	-0.112
Si	-13.128	3.474	-3.995	0.12	-0.13	-0.063
Si	-9.172	-5.413	-2.83	0.037	-0.026	0.033
Si	-10.562	-2.861	23.815	0.016	-0.005	-0.221
Si	-14.878	-1.321	5.329	0	0.002	0.019
Si	-12.145	1.383	5.278	-0.003	-0.007	0.007
Si	-14.845	4.1	5.352	-0.005	-0.006	0.016
Si	-12.139	6.82	5.268	-0.012	-0.004	-0.007
Si	-14.872	9.525	5.322	-0.005	-0.013	0.004
Si	-12.146	-4.048	5.344	-0.002	0.004	0.008
Si	-9.43	-1.314	5.313	-0.011	-0.002	0.009
Si	-6.76	1.403	5.33	-0.018	0.011	-0.003
Si	-9.442	4.099	5.286	0.009	-0.004	-0.001
Si	-6.733	6.797	5.387	0.008	0.016	0.014
Si	-9.419	-6.792	5.322	0.007	-0.018	0.003
Si	-6.732	-4.033	5.361	-0.002	0.012	0.005
Si	-20.4	-1.363	5.316	0.003	0.006	0.008
Si	-17.643	1.368	5.351	0.002	-0.001	0.015
Si	-20.388	4.075	5.346	0.004	-0.011	0.013
Si	-17.617	6.841	5.337	-0.002	0.001	0.004
Si	-20.369	-6.757	5.361	-0.009	0.004	0.007
Si	-17.629	-4.044	5.339	-0.014	0.006	0.013
Si	-13.516	0.044	6.672	-0.004	0	-0.004
Si	-10.8	2.741	6.663	-0.003	0.009	-0.003
Si	-13.486	5.473	6.681	-0.004	-0.011	-0.001
Si	-10.801	-8.148	6.672	0.008	-0.006	-0.006
Si	-13.524	-5.419	6.683	-0.006	0.005	0.001
Si	-10.784	-2.685	6.689	0	0.001	0.003
Si	-8.097	0.037	6.71	0	0	0.002
Si	-5.391	2.73	6.74	0.004	-0.01	-0.017
Si	-8.104	5.432	6.716	0.005	-0.009	-0.002
Si	-5.374	8.165	6.764	0	-0.006	0.002
Si	-8.079	-5.427	6.708	0.004	-0.001	0.004
Si	-5.38	-2.692	6.758	-0.007	-0.002	-0.003
Si	-19.018	-0.005	6.678	-0.011	0.004	-0.003
Si	-16.255	2.741	6.679	0.009	0.002	-0.001
Si	-18.998	5.457	6.668	-0.009	0.01	-0.005
Si	-16.246	8.184	6.694	0.005	0.002	-0.004
Si	-18.997	-5.399	6.701	0.006	-0.001	-0.001
Si	-16.246	-2.694	6.682	0.005	-0.008	-0.004
Si	-14.89	1.387	8.039	0.009	0.006	-0.001
Si	-12.152	4.098	8.045	0.002	0.011	0.004
Si	-14.882	6.813	8.037	-0.005	-0.002	-0.002
Si	-12.166	-6.788	8.04	-0.011	-0.002	-0.007
Si	-14.897	-4.067	8.039	-0.014	-0.001	0.001
Si	-12.169	-1.335	8.038	-0.007	-0.005	-0.004
Si	-9.464	1.387	8.065	-0.002	0.001	-0.004
Si	-6.748	4.088	8.104	-0.003	0.003	-0.004
Si	-9.463	6.809	8.063	-0.002	-0.003	0.004
Si	-6.741	-6.785	8.105	-0.001	-0.002	-0.004
Si	-9.446	-4.061	8.062	-0.004	0.011	-0.006
Si	-6.748	-1.325	8.099	0.006	0.007	-0.005
Si	-20.375	1.356	8.039	0.001	0.002	0.001
Si	-17.63	4.099	8.028	-0.001	-0.011	0.002
Si	-20.362	6.815	8.028	-0.001	0.002	0.007
Si	-17.624	-6.774	8.037	-0.001	0	0.002
Si	-20.378	-4.056	8.045	0.001	-0.007	-0.001
Si	-17.63	-1.346	8.032	0.001	0.001	-0.009
Si	-16.264	0.018	9.383	-0.001	0.002	-0.001
Si	-13.535	2.747	9.401	-0.004	0.004	-0.001
Si	-16.262	5.457	9.387	0.003	-0.001	0.002
Si	-13.533	-8.145	9.405	-0.004	0	-0.003
Si	-16.262	-5.425	9.399	-0.003	0.007	0.003
Si	-13.536	-2.702	9.392	-0.003	-0.006	-0.001
Si	-10.824	0.019	9.42	-0.007	0.006	-0.002
Si	-8.112	2.73	9.458	0.002	-0.007	0.002
Si	-10.815	5.451	9.433	-0.003	-0.012	0.001
Si	-8.11	-8.156	9.448	0	0.004	-0.003
Si	-10.817	-5.427	9.413	0.008	0.001	0.001
Si	-8.105	-2.705	9.447	0.005	-0.011	-0.004
Si	-21.744	-0.001	9.389	0.003	-0.001	-0.002
Si	-19	2.73	9.376	-0.007	-0.005	0.002
Si	-21.726	5.449	9.381	0.006	-0.009	0.005
Si	-18.993	-8.144	9.382	0.006	0	-0.002
Si	-21.735	-5.426	9.395	-0.002	0.004	0.001
Si	-18.997	-2.703	9.391	0	0.005	-0.001
Si	-14.908	-1.346	10.746	-0.004	-0.005	0.001
Si	-12.19	1.379	10.772	-0.004	-0.003	-0.002
Si	-14.909	4.1	10.756	-0.002	-0.005	0.003
Si	-12.19	-9.511	10.78	-0.003	0	0
Si	-14.908	-6.792	10.759	-0.002	0.005	0.001
Si	-12.191	-4.071	10.764	-0.008	0.006	-0.003
Si	-9.477	-1.346	10.797	-0.003	-0.001	-0.003
Si	-6.772	1.374	10.85	0	-0.003	0.005
Si	-9.47	4.093	10.815	0.004	0.009	0.005
Si	-6.763	6.808	10.839	-0.001	0.002	0
Si	-9.476	-6.792	10.797	-0.002	-0.002	0
Si	-6.768	-4.07	10.835	-0.002	0.012	-0.002
Si	-20.365	-1.348	10.743	0.003	-0.001	0.002
Si	-17.634	1.376	10.736	0	0.007	0.004
Si	-20.361	4.092	10.734	0.007	0.006	0.004
Si	-17.631	6.816	10.741	-0.004	0	0.002
Si	-20.363	-6.79	10.739	-0.002	0.004	0.001
Si	-17.635	-4.069	10.745	0	-0.008	0.003
Si	-13.56	0.016	12.118	0.001	0.006	0.004
Si	-10.842	2.728	12.156	-0.003	-0.006	-0.002
Si	-13.563	5.456	12.136	-0.006	0.002	0.006
Si	-10.838	-8.156	12.152	0.001	0.003	0.001
Si	-13.551	-5.436	12.123	0.001	-0.002	0.001
Si	-10.848	-2.713	12.14	-0.001	-0.011	0.001
Si	-8.137	0.004	12.192	0	-0.005	0.005
Si	-5.422	2.729	12.233	0	-0.008	0.001
Si	-8.123	5.447	12.199	0.004	0	0.004
Si	-5.416	8.154	12.233	0.003	0.003	0.004
Si	-8.128	-5.442	12.183	0.003	0.002	0.001
Si	-5.428	-2.721	12.226	0.008	-0.017	0.002
Si	-19.001	0.018	12.092	-0.002	0	0.004
Si	-16.282	2.738	12.101	0.002	0	0.003
Si	-18.998	5.451	12.091	0.001	-0.007	-0.002
Si	-16.277	8.17	12.115	0.001	-0.003	0.006
Si	-18.997	-5.434	12.098	0.006	0.01	0.002
Si	-16.269	-2.712	12.099	-0.006	0.005	0.002
Si	-14.931	1.378	13.465	-0.008	0.004	0.002
Si	-12.21	4.091	13.5	0.001	-0.009	0.003
Si	-14.933	6.812	13.495	-0.002	0	0.014
Si	-12.212	-6.805	13.501	0.006	0.003	0.001
Si	-14.918	-4.075	13.469	0.006	-0.003	-0.002
Si	-12.212	-1.347	13.489	-0.012	0.003	-0.002
Si	-9.504	1.366	13.542	0.007	-0.005	0.001
Si	-6.782	4.091	13.591	0.003	0.007	0.009
Si	-9.492	6.814	13.541	-0.005	0.003	0.002
Si	-6.784	9.518	13.575	-0.003	0.007	0.007
Si	-9.511	-4.084	13.515	-0.007	0.008	-0.002
Si	-6.793	-1.359	13.572	0	-0.005	0.003
Si	-20.365	1.391	13.436	-0.001	-0.001	0.005
Si	-17.641	4.101	13.46	-0.001	0.001	0.004
Si	-20.366	-9.518	13.447	0.009	-0.009	-0.001
Si	-17.646	9.528	13.468	-0.012	0.01	0.005
Si	-20.357	-4.079	13.458	-0.003	-0.005	0.003
Si	-17.64	-1.354	13.443	0.008	-0.003	0.001
Si	-16.295	0.008	14.804	-0.003	0.002	-0.001
Si	-13.59	2.738	14.843	0.009	0.001	0.008
Si	-16.301	5.452	14.851	-0.003	0	0.004
Si	-13.576	8.163	14.868	-0.001	0.003	0
Si	-16.282	-5.432	14.826	0.001	-0.002	0.004
Si	-13.568	-2.716	14.837	-0.001	-0.005	0.003
Si	-10.879	0.003	14.885	-0.007	-0.006	0.001
Si	-8.159	2.722	14.925	-0.004	-0.007	-0.004
Si	-10.862	5.445	14.876	0.005	-0.003	0.001
Si	-8.145	8.161	14.935	0.003	-0.002	0.003
Si	-10.86	-5.456	14.873	-0.001	0	0
Si	-8.174	-2.734	14.897	-0.001	-0.013	0.003
Si	-21.718	0.034	14.791	0	0.009	-0.002
Si	-19.018	2.755	14.806	-0.006	0.005	0
Si	-21.729	5.453	14.812	-0.001	-0.002	-0.002
Si	-19.012	-8.165	14.811	-0.008	-0.004	0.005
Si	-21.706	-5.462	14.807	0.008	0	0.007
Si	-18.992	-2.713	14.808	0.009	0.004	0.005
O	4.086	6.287	23.331	0.275	-0.802	-0.037
O	1.563	-1.733	25.36	0.643	0.263	-0.086
O	7.947	5.261	22.359	0.171	0	0.669
O	-0.108	-7.892	25.342	-0.186	0.403	0.844
O	1.08	4.38	-1.378	-0.046	-0.374	-0.459
O	2.743	-5.312	22.217	-0.119	-0.276	0.181
O	-3.226	-1.564	-1.144	0.29	0.331	-0.177
O	-4.754	3.134	-2.386	0.234	-0.16	0.183
O	1.193	-1.093	-1.463	0.128	0.324	-0.205
O	-6.4	7.858	-3.877	0.187	0.168	-0.342
O	6.004	3.56	23.202	0.168	-0.053	0.541
O	-2.759	-5.455	21.801	0.252	-0.1	0.204
O	-2.158	1.028	22.969	-0.124	-0.044	0.06
O	1.485	-4.443	-5.506	0.051	-0.565	-0.004
O	-11.728	-4.882	26.093	0.02	0.005	0.279
O	-8.173	-5.886	25.232	0.313	-0.017	0.794
O	4.017	7.508	-1.285	0.221	0.42	-0.615
O	-2.574	2.908	-0.266	-0.206	-0.104	-0.589
O	9.853	2.331	-0.77	-0.11	0.679	0.064
O	8.116	0.041	22.307	0.089	-0.085	0.366
O	0.863	-2.837	-3.426	0.073	0.068	-0.081
O	0.133	-5.367	-0.421	0.124	0.082	-0.426
O	-6.582	1.868	23.017	-0.074	0.047	0.383
O	2.817	-2.736	-0.371	-0.183	0.174	-0.333
O	6.948	3.786	-1.612	-0.027	-0.161	0.002
O	9.221	-4.498	23.231	0.091	-0.329	0.344
O	-2.585	-2.408	-3.523	0.411	-0.117	-0.169
O	4.667	2.842	-5.506	0.055	-0.592	0.541
O	5.207	-1.666	-5.945	-0.105	-0.256	0.053
O	2.198	-6.865	-1.066	0.232	0.295	-0.338
O	-1.744	6.521	25.887	-0.352	0.131	0.088
O	-2.576	-2.115	-6.087	-0.165	0.404	-0.514
O	-2.42	-6.258	-3.587	-0.005	0.015	-0.224
O	-6.214	-3.976	-3.885	0.076	-0.618	-0.453
O	-1.595	-4.423	-5.403	-0.497	-0.144	0.218
O	5.051	-6.27	-3.133	-0.475	-0.411	-0.441
O	-6.861	-3.66	25.489	0.422	0.123	-0.263
O	7.262	-2.721	-4.814	0.151	-0.044	-0.256
O	9.92	6.278	-1.05	0.498	-0.404	0.108
O	0.935	-2.362	22.958	-0.27	-0.122	-0.036
O	6.216	-1.493	23.216	-0.29	0.22	0.438
O	6.787	-6.327	-1.212	0.093	0.047	-0.02
O	-6.428	-4.8	-1.31	0.114	-0.551	0.07
O	-4.919	-1.909	-4.785	-0.031	0.179	-0.119
O	-3.853	5.059	-1.055	0.18	0.682	0.128
O	2.863	2.605	-0.492	0.182	0.157	-0.125
O	-7.924	2.766	-6.155	0.19	-0.278	-0.193
O	-0.152	2.586	22.395	0.01	-0.156	0.363
O	-1.936	2.074	25.938	-0.015	0.474	-0.668
O	-3.682	-6.343	-1.24	-0.242	0.466	-0.011
O	-2.316	-5.427	24.697	0.584	-0.23	0.337
O	9.908	-4.735	-1.018	-0.148	0.1	-0.241
O	-5.95	7.664	25.835	0.157	-0.239	-0.035
O	-6.824	1.742	-1.577	-0.573	-0.243	-0.235
O	-8.797	7.694	-4.743	-0.256	0.324	0.088
O	-5.5	-2.768	22.18	-0.139	-0.168	0.57
O	11.798	7.682	-6.282	-0.13	-0.56	-0.005
O	4.498	0.442	-1.149	0.429	-0.303	0.194
O	-4.253	-3.76	-2.104	-0.074	0.051	0.121
O	-4.455	-6.527	23.353	-0.373	0.087	0.236
O	-3.127	-3.177	25.536	-0.524	0.527	-0.042
O	4.535	1.354	23.197	0.331	-0.123	0.406
O	-1.964	-3.389	23.054	0.125	0.454	0.078
O	-4.265	-6.682	26.006	-0.213	0.288	0.254
O	11.228	1.982	-5.533	-0.729	0.11	-0.171
O	7.416	-6.459	23.147	0.042	-0.18	0.202
O	-2.344	-0.343	25.117	0.01	-0.593	-0.159
O	7.695	-7.284	-3.527	-0.064	-0.184	-0.219
O	-22.123	3.571	-2.623	0.042	0.056	-0.182
O	3.837	3.226	24.84	0.103	-0.12	0.164
O	-0.888	6.834	23.341	0.441	-0.376	-0.084
O	8.873	3.072	-3.178	0.232	0.068	-0.306
O	5.531	5.549	-0.443	-0.226	-0.103	-0.62
O	10.936	-2.685	22.407	0.17	-0.29	0.231
O	16.155	-7.613	-3.795	-0.157	0.15	0.181
O	6.817	-1.262	-1.498	-0.078	-0.239	-0.201
O	-4.572	3.564	23.134	-0.101	-0.137	0.206
O	8.259	8.117	-0.243	0.07	-0.019	-0.409
O	5.492	-8.114	22.358	0.111	-0.054	0.556
O	4.502	-4.396	-1.404	0.159	-0.048	-0.095
O	-1.1	1.115	-1.277	0.163	-0.499	-0.148
O	2.622	-0.247	22.343	-0.049	-0.059	0.382
O	18.226	-3.991	24.56	0.228	-0.004	-0.667
O	-2.811	5.33	22.348	-0.121	0.121	0.422
O	-2.625	-7.954	24.381	-0.106	-0.263	-0.286
O	0.845	-6.668	23.296	-0.611	-0.156	0.257
O	6.064	1.892	25.243	-0.016	-0.196	0.14
O	-0.882	6.162	-1.238	-0.479	-0.186	-0.139
O	-4.939	5.607	-3.416	0.046	-0.055	-0.711
O	12.921	3.428	-6.87	0.005	0.556	0.184
O	-13.839	-3.501	25.484	0.106	0.075	-0.654
O	-10.564	-7.125	25.467	-0.01	-0.655	-0.08
O	-4.865	1.222	-6.377	-0.284	-0.532	-0.341
O	-13.845	5.215	25.181	0.239	-0.062	0.269
O	-1.212	2.168	-3.78	-0.015	-0.01	-0.497
O	-9.682	5.522	-3.562	-0.231	0.489	0.587
O	-27.803	0.886	-6.414	-0.041	0.69	-0.166
O	-7.299	-1.709	-3.475	0.268	0.462	0.302
O	-31.831	-6.837	-4.233	-0.155	0.377	0.202
O	2.715	4.349	-6.43	-0.607	0.045	0.077
O	10.95	-0.01	-0.191	-0.141	0.093	-0.345
O	9.463	3.576	24.572	-0.46	-0.02	-0.431
O	-3.537	2.534	-4.752	-0.076	0.264	0.194
O	0.046	-5.388	-3.6	-0.013	-0.171	0.401
O	-2.576	4.409	-3.32	0.458	0.53	-0.061
O	4.221	-3.25	22.951	-0.021	0.212	0.108
O	8.308	-2.861	-0.233	-0.04	-0.054	-0.376
O	-23.036	1.285	23.075	0.318	0.2	0.125
O	-1.589	3.943	-5.782	0.539	0.287	0.109
O	28.254	1.876	-5.905	-0.451	-0.01	-0.15
O	-2.513	8	-0.258	0.093	-0.215	-0.532
O	2.626	-4.874	-3.17	-0.055	-0.415	0.255
O	27.701	5.906	25.366	-0.135	-0.157	-0.104
O	0.771	6.058	-3.456	-0.169	-0.205	-0.176
O	1.81	-0.347	-3.977	0.063	-0.435	-0.697
O	29.821	4.089	-3.248	-0.098	0.195	0.288
O	25.449	3.225	-5.335	0.373	0.204	-0.21
O	-3.977	7.942	-2.906	0.357	-0.246	0.012
O	18.057	5.943	24.707	0.055	-0.121	0.547
O	14.349	-1.62	24.824	-0.072	-0.441	-0.335
O	24.451	5.516	22.242	0.135	-0.031	0.261
O	19.988	-5.359	-5.755	0.309	0.012	-0.26
O	17.563	4.036	-1.539	0.174	0.508	-0.434
O	19.132	-5.455	22.095	0.151	0.235	0.528
O	26.659	-2.476	-3.501	-0.545	-0.019	-0.464
O	12.386	3.206	-3.463	0.559	-0.017	0.006
O	17.302	-0.635	-1.035	0.029	0.073	-0.01
O	9.898	7.686	-3.226	0.543	0.071	-0.144
O	18.376	5.459	-6.881	-0.139	-0.402	0.376
O	13.68	-5.301	22.256	-0.069	0.09	0.366
O	20.692	0.654	-1.415	0.163	-0.107	-0.045
O	27.472	-0.169	-4.309	-0.114	-0.114	-0.304
O	12.212	-7.103	23.422	-0.397	-0.163	0.172
O	7.887	-5.021	25.386	0.353	0.137	0.146
O	19.694	7.029	-1.281	-0.059	-0.278	-0.552
O	13.497	2.522	-0.12	0.187	0.131	-0.098
O	25.035	1.855	-0.819	-0.205	0.322	-0.074
O	24.625	-0.091	22.032	-0.124	0.032	-0.112
O	16.82	3.469	-4.106	0.393	0.231	-0.155
O	16.138	-5.52	-0.301	0.081	-0.082	-0.283
O	16.016	-3.056	-4.358	-0.322	-0.438	-0.19
O	18.849	-2.649	-0.323	-0.095	0.063	-0.436
O	23.013	3.816	-1.46	-0.303	-0.581	-0.389
O	4.883	-3.846	-4.051	-0.259	0.535	-0.398
O	17.38	-5.257	-3.602	-0.046	0.048	0.401
O	28.228	-7.787	25.588	-0.07	0.202	0.094
O	14.323	-3.839	-1.178	0.217	0.189	-0.502
O	19.262	-6.475	26.097	-0.407	-0.448	-0.173
O	-32.497	7.243	-5.756	0.557	-0.359	0.156
O	-30.775	-2.094	-3.95	0.147	-0.449	0.348
O	9.315	7.093	23.476	0.246	0.314	0.326
O	17.691	-7.56	-0.933	-0.272	-0.148	-0.228
O	15.916	6.578	23.117	0.171	-0.024	0.053
O	8.854	-4.478	-6.802	0.007	-0.074	0.367
O	16.71	1.631	-2.283	0.188	-0.036	-0.271
O	31.752	-2.675	-4.182	0.257	0.519	0.243
O	15.72	6.105	-3.576	0.331	-0.28	-0.231
O	13.167	7.901	25.603	0.379	-0.06	0.446
O	-29.981	-3.652	-6.065	0.098	0.147	0.44
O	28.53	-7.178	-4.926	0.047	0.174	0.414
O	13.252	0.833	-6.755	0.258	-0.434	-0.55
O	25.804	6.837	-1.443	0.35	-0.148	-0.537
O	32.407	6.956	25.657	-0.321	-0.121	0.352
O	28.039	-1.123	-1.774	0.211	0.077	-0.245
O	22.565	-5.92	-1.091	0.345	0.556	-0.433
O	-9.778	3.017	-4.399	0.171	-0.324	0.235
O	11.381	-4.228	-6.149	0.16	0.051	0.656
O	-4.406	1.226	24.356	-0.06	-0.324	0.302
O	11.843	4.243	-1.07	-0.253	0.267	0.015
O	19.104	2.482	-0.323	-0.019	-0.063	-0.253
O	-20.853	-4.293	-2.746	-0.137	0.619	0.181
O	16.365	2.611	22.282	0.124	0.19	0.514
O	29.434	-5.456	25.413	-0.299	0.507	-0.125
O	11.768	-6.566	-1.227	0.202	-0.101	-0.289
O	21.649	2.247	-4.488	-0.727	-0.078	0.439
O	14.752	-7.294	23.807	-0.164	-0.273	-0.598
O	24.334	-8.009	-3.151	-0.535	0.386	-0.346
O	22.363	-1.291	-1.275	-0.046	0.015	-0.337
O	11.668	3.856	23.119	-0.174	-0.039	0.398
O	16.405	-5.75	25.097	0.163	-0.107	0.432
O	-16.909	7.105	22.939	0.56	0	0.068
O	8.96	-8.103	25.845	0.172	0.42	-0.349
O	-12.25	0.827	-1.654	0.328	-0.538	-0.296
O	-8.432	7.803	24.938	-0.318	-0.219	0.146
O	22.722	-1.328	23.293	-0.394	-0.524	0.244
O	6.789	3.435	-7.062	0.386	-0.271	0.034
O	15.503	3.877	-6.38	0.153	0.565	-0.193
O	22.345	4.693	-3.959	-0.165	0.444	-0.076
O	15.129	3.883	-2.214	-0.503	-0.07	-0.183
O	14.797	0.586	23.153	0.333	-0.262	0.163
O	2.197	7.696	24.266	-0.018	-0.009	-0.497
O	31.027	2.067	-1.718	0.211	-0.091	-0.315
O	9.649	-2.182	-5.717	0.491	0.271	0.184
O	20.47	4.221	-5.784	-0.224	0.214	0.52
O	13.062	0.761	-4.13	0.044	-0.394	0.533
O	15.827	-3.979	23.22	-0.245	0.301	0.134
O	4.446	7.578	25.677	0.176	-0.137	-0.086
O	23.229	-4.457	24.418	0.232	0.633	0.616
O	23.679	-6.125	22.517	0.186	-0.045	-0.124
O	-22.425	-6.33	-3.415	0.411	-0.471	-0.359
O	-22.931	-4.77	-1.311	-0.084	-0.224	-0.144
O	14.049	3.257	25.499	0.265	-0.079	-0.433
O	-12.068	-4.338	-1.671	0.056	-0.467	-0.082
O	-25.074	5.775	-3.676	0.043	0.363	0.18
O	13.568	0.66	25.434	-0.022	-0.341	0.689
O	26.409	7.763	-4.643	-0.452	-0.248	-0.133
O	21.474	5.365	-0.165	0	-0.101	-0.35
O	12.523	-0.694	23.232	0.043	-0.054	0.173
O	25.48	-4.224	23.111	0.135	0.086	0.531
O	11.074	6.515	25.213	0.132	-0.106	-0.552
O	19.863	6.505	22.872	-0.245	0.374	0.081
O	26.359	2.367	-3.014	0.688	-0.112	0.158
O	24.378	-4.041	-6.388	0.186	0.339	0.366
O	24.009	-7.996	-0.509	0.332	-0.041	0.256
O	21.791	-8.101	22.119	-0.107	0.023	0.304
O	23.536	-8.119	24.565	-0.191	0.218	-0.293
O	10.788	5.241	-3.267	-0.189	0.015	-0.45
O	20.598	-4.218	-1.308	0.076	0.39	-0.314
O	14.889	0.435	-0.926	-0.176	-0.106	-0.188
O	24.874	4.582	-3.171	0.239	0.42	0.212
O	-13.874	-8	-3.579	0.048	-0.29	-0.255
O	19.158	-0.081	21.996	0.283	-0.067	0.461
O	-25.698	4.043	-1.722	0.406	-0.191	-0.14
O	13.658	5.381	22.337	0.012	-0.092	0.328
O	17.893	-6.834	-5.602	0.032	-0.39	-0.161
O	-15.09	-6.238	-5.309	0.097	-0.127	-0.339
O	17.31	-7.141	23.045	-0.264	-0.44	0.031
O	24.888	2.707	25.707	0.395	0.449	0.16
O	-7.183	-4.593	23.073	-0.167	-0.568	-0.094
O	20.143	-6.769	-1.222	-0.056	-0.231	0.662
O	16.03	-3.281	25.81	0.093	-0.081	0.557
O	21.023	-5.895	24.195	-0.311	-0.189	-0.634
O	20.037	-1.659	-5.873	-0.238	0.626	0.121
O	29.243	3.869	25.832	0.069	-0.173	-0.07
O	-13.159	-6.885	25.001	0.256	-0.121	-0.385
O	-16.062	-2.327	-3.346	0.043	-0.301	-0.372
O	-27.435	4.596	-3.739	-0.195	0.643	0.126
O	15.269	6.26	-1.026	0.76	-0.1	-0.041
O	21.117	0.032	24.959	-0.076	-0.381	0.49
O	20.32	4.507	24.458	-0.107	-0.219	0.199
O	-8.769	-3.841	-2.754	0.223	-0.022	0.031
O	27.323	4.527	-4.058	-0.258	0.253	-0.149
O	-24.083	-2.191	-6.357	0.121	0.361	0.16
O	23.251	6.293	-2.07	-0.47	0.138	0.306
O	26.942	0.277	-0.027	-0.108	0.08	0.217
O	20.282	-1.433	-3.069	-0.52	-0.245	0.18
O	16.545	-0.685	25.759	-0.084	0.496	0.172
O	-5.477	1.043	-3.779	-0.245	-0.521	-0.062
O	-13.743	2.131	-3.337	-0.358	0.095	0.154
O	-31.618	-1.027	-1.644	-0.539	0.224	-0.145
O	15.766	-0.748	-3.099	0.295	0.153	-0.021
O	12.018	-4.249	-2.46	-0.169	-0.013	-0.52
O	-22.432	6.575	25.69	-0.375	-0.381	0.295
O	16.696	7.085	-5.774	-0.096	-0.239	0.217
O	13.522	8.085	-0.278	0.258	-0.194	-0.407
O	21.196	-5.787	-3.391	0.045	-0.527	-0.116
O	-13.959	-0.552	-3.24	0.26	-0.34	-0.388
O	27.513	-4.608	-4.838	-0.745	-0.125	-0.052
O	22.533	-5.64	-5.591	-0.13	-0.076	0.175
O	28.877	6.51	-4.238	0.143	0.207	0.052
O	-16.176	-5.462	-0.414	0.016	0.041	-0.238
O	-29.17	4.166	24.659	-0.324	-0.279	-0.248
O	31.625	-1.418	22.927	0.01	-0.221	-0.224
O	-24.453	5.38	22.163	-0.111	-0.135	0.44
O	-31.085	-4.943	24.879	0.34	0.186	-0.11
O	-31.424	4.684	-1.136	-0.209	0.609	0.003
O	-29.808	-5.294	21.782	-0.082	0.111	0.224
O	13.04	-6.406	-5.864	0.451	0.12	0.597
O	-0.521	-3.361	25.074	-0.11	0.335	0.638
O	27.367	5.14	-0.337	-0.108	0.13	-0.644
O	1.603	4.013	23.679	-0.346	-0.028	0.304
O	-26.116	3.509	23.002	-0.142	0.27	0.398
O	30.127	-5.323	22.066	-0.001	-0.077	0.453
O	-27.905	-3.08	-3.199	-0.241	0.353	-0.091
O	30.998	-3.641	-1.707	-0.152	0.425	0.103
O	25.626	-0.156	-2.508	-0.538	-0.489	0.077
O	-23.225	-6.465	-5.945	0.23	0.079	-0.019
O	-29.049	7.198	-1.297	0.049	-0.203	-0.402
O	29.346	3.11	-0.262	-0.262	-0.252	-0.52
O	-23.389	1.635	-1.468	-0.552	0.031	-0.229
O	-24.407	-0.245	21.631	0.329	-0.266	0.405
O	-15.401	7.978	25.045	0.262	-0.16	0.573
O	-30.619	-6.991	-1.12	0.059	0.355	-0.127
O	-31.086	-7.459	25.756	-0.233	0.332	0.305
O	-29.982	-2.735	-0.513	-0.004	0.02	-0.399
O	23.76	1.139	-5.581	0.214	-0.484	-0.219
O	-24.139	2.278	25.217	-0.373	0.359	0.072
O	-24.605	8.008	24.906	-0.411	-0.339	-0.455
O	-25.939	-3.81	24.058	0.042	0.321	0.487
O	32.169	-3.907	22.812	0.291	-0.251	0.45
O	-30.441	6.439	24.895	0.466	0.28	0.069
O	31.937	7.085	23.009	0.669	0.148	0.17
O	-24.906	-5.798	-3.976	-0.142	0.253	-0.476
O	-31.5	7.194	-2.217	0.243	-0.338	-0.055
O	-23.178	6.065	-5.545	0.146	-0.19	-0.222
O	-6.556	6.917	23.344	0.517	0.137	0.059
O	25.622	0.167	25.541	0.398	0.061	0.052
O	-6.934	3.254	-3.786	-0.406	0.352	-0.083
O	27.696	-6.467	-0.685	-0.279	0.12	0.046
O	25.753	7.654	23.114	0.415	0.032	0.142
O	31.322	-6.965	-5.616	-0.23	-0.346	-0.231
O	-25.79	-4.156	-2.113	0.423	-0.127	0.114
O	4.215	-1.1	-3.52	-0.082	-0.412	0.084
O	-28.795	2.353	-3.464	-0.167	-0.057	0.237
O	-18.988	-1.481	-6.043	-0.011	0.504	0.362
O	-26.202	-3.743	-6.23	-0.198	-0.257	0.36
O	-26.352	-1.652	22.667	-0.14	0.551	0.312
O	-25.915	-6.701	-1.605	-0.267	-0.242	-0.129
O	25.646	-4.846	-1.171	-0.304	0.005	-0.444
O	23.338	-1.09	25.877	-0.229	-0.366	0.368
O	26.539	-6.624	-2.909	0.52	-0.098	0.253
O	-11.864	0.603	-4.307	0.426	0.215	0.267
O	-29.888	2.733	-0.384	0.238	-0.168	-0.114
O	-20.85	-1.267	-4.191	-0.165	-0.088	0.195
O	-32.551	2.825	22.141	0.22	-0.035	0.263
O	-17.235	-4.916	-6.214	-0.48	0.38	0.068
O	0.953	7.653	-5.608	0.058	-0.241	0.026
O	-11.804	1.604	22.859	0.274	-0.22	0.278
O	30.646	-7.669	24.63	0.284	0.027	-0.149
O	20.426	1.808	23.196	0.295	0.706	0.368
O	-24.322	-2.7	-0.337	0.083	0.021	-0.432
O	-27.099	0.414	-3.856	0.285	-0.108	0.273
O	-18.548	-3.393	-3.716	-0.189	0.634	-0.201
O	28.042	7.077	-6.574	0.168	-0.501	-0.231
O	-27.987	-2.167	24.682	-0.408	0.465	-0.006
O	-18.877	4.814	-3.885	-0.119	-0.114	-0.025
O	27.303	-2.629	22.209	-0.129	0.258	0.285
O	-16.454	-0.985	-6.775	0.371	-0.629	0.157
O	-27.121	-8.124	22.169	0.17	-0.105	0.628
O	27.052	-6.207	-6.85	0.138	0.226	-0.042
O	-29.139	3.663	-5.655	0.428	0.099	-0.436
O	17.595	-4.289	-6.061	-0.124	0.47	-0.373
O	30.895	1.102	22.949	-0.065	0.237	0.282
O	-14.607	1.038	-6.048	0.012	-0.12	0.62
O	-27.895	1.148	-1.332	0.43	0.121	0.13
O	28.513	-6.854	23.244	-0.662	-0.407	0.034
O	-26.463	-1.173	-5.928	-0.288	-0.195	-0.706
O	-27.966	1.694	22.74	-0.222	0.251	0.336
O	25.331	-6.361	24.5	0.252	0.338	0.511
O	-27.085	4.779	26.078	0.604	0.031	-0.034
O	-25.27	1.117	-5.651	0.288	-0.302	-0.414
O	-25.453	-6.21	22.98	0.01	-0.199	0.297
O	-8.283	0.082	22.13	-0.115	0.11	0.255
O	-18.468	2.126	-3.779	-0.326	-0.082	-0.206
O	-29.501	-0.108	-2.882	0.397	-0.009	0.09
O	-29.746	-6.282	-5.722	0.147	-0.327	-0.368
O	-15.562	-0.886	-1.226	-0.62	0.091	0.163
O	-10.276	3.431	-7.033	-0.258	-0.193	-0.399
O	31.46	2.201	-4.245	-0.086	-0.168	-0.637
O	-27.329	5.496	-0.441	0.062	0.147	-0.508
O	29.088	-0.856	23.079	-0.273	0.016	0.366
O	-23.685	-4.33	22.729	0.235	-0.123	0.398
O	-28.719	6.237	22.987	0.174	0.068	0.282
O	31.421	6.355	-1.257	-0.217	-0.454	-0.22
O	25.803	7.606	25.72	-0.299	0.001	0.455
O	-24.359	7.996	-0.476	0.1	-0.082	-0.226
O	-30.194	1.47	-6.941	-0.447	-0.255	-0.622
O	2.698	-2.275	-5.54	-0.105	-0.052	-0.123
O	21.003	8.016	25.275	-0.308	-0.544	-0.222
O	-28.508	-4.73	-1.253	0.091	-0.397	0.058
O	-31.609	2.744	-5.326	-0.469	0.114	-0.042
O	-9.729	-1.919	-4.281	-0.042	0.561	-0.103
O	-27.898	-4.246	26.246	-0.042	-0.092	0.103
O	-29.728	-0.046	21.976	0.118	-0.065	0.508
O	15.315	1.53	-5.216	0.039	0.021	0.465
O	30.133	5.561	21.898	0.192	-0.103	0.355
O	5.204	5.304	-6.039	0.245	0.62	-0.039
O	-3.831	-1.006	23.065	-0.032	0.036	0.134
O	3.514	0.158	-5.809	-0.081	0.387	0.329
O	-31.01	-6.995	23.195	-0.074	-0.243	0.289
O	-31.183	-2.031	22.805	0.344	-0.24	0.344
O	-20.306	3.629	23.155	-0.073	-0.39	0.039
O	18.33	4.298	22.803	0.045	-0.302	0.089
O	-23.713	-0.41	25.019	-0.148	-0.286	-0.348
O	-27.299	2.39	25.134	0.204	-0.492	0.569
O	31.906	-4.986	26.067	0.048	-0.348	-0.024
O	-0.954	-6.939	-5.594	-0.326	-0.177	0.162
O	-25.683	6.854	-5.995	-0.357	-0.012	0.168
O	29.277	4.323	-5.8	0.364	0.431	-0.16
O	-5.583	3.808	-6.071	0.156	0.46	0.365
O	1.542	6.942	-1.135	-0.094	0.081	0.735
O	-30.907	4.762	22.87	-0.291	-0.079	0.085
O	-29.584	-0.98	-5.911	0.332	-0.032	0.26
O	-21.434	-4.861	24.755	0.39	0.329	-0.268
O	-30.024	4.685	-3.397	0.083	0.643	-0.143
O	22.568	3.823	23.075	-0.327	-0.499	-0.087
O	-21.851	0.075	-0.055	0.112	0.106	-0.114
O	-26.876	7.427	26.131	-0.53	0.221	-0.578
O	-7.268	5.458	25.481	-0.304	-0.029	-0.241
O	6.157	0.528	-3.253	-0.126	0.55	-0.434
O	22.277	-0.122	-3.604	0.173	-0.298	-0.381
O	-28.083	-3.629	22.605	0.015	0.103	0.086
O	-25.382	-2.479	-4.028	0.393	0.292	0.151
O	-9.563	3.655	-1.763	0.321	-0.577	-0.183
O	-31.989	-2.06	-6.255	-0.076	0.23	-0.353
O	-5.034	-6.033	-3.3	-0.336	-0.205	-0.518
O	29.754	8.152	-0.364	0.028	0.157	-0.536
O	-29.962	-5.016	-3.46	-0.305	0.46	0.178
O	32.009	-4.41	-6.123	0.488	-0.274	-0.43
O	-29.57	-7.674	-3.407	0.537	-0.376	-0.429
O	-17.971	7.714	25.221	-0.111	0.003	-0.056
O	-25.634	0.958	23.698	-0.061	-0.594	-0.156
O	1.016	1.68	-2.711	0.249	0.46	0.405
O	-6.054	6.883	-1.48	0.484	-0.172	-0.109
O	-12.209	4.131	23.397	-0.04	0.067	-0.07
O	-17.805	-1.208	24.235	0.076	0.113	0.63
O	-8.263	5.334	22.195	0.207	0.192	0.45
O	-15.402	-5.665	25.541	-0.111	-0.241	0.37
O	-15.49	4.524	-1.344	-0.039	-0.189	-0.263
O	-13.469	-5.294	22.023	-0.041	-0.023	0.253
O	-20.614	-1.466	-1.588	0.09	-0.255	-0.132
O	-0.567	-0.427	-3.24	-0.677	-0.444	-0.384
O	-7.643	5.298	-5.245	0.425	0.267	-0.01
O	-9.274	-3.675	24.32	-0.156	-0.213	0.314
O	-9.813	3.36	22.89	0.454	-0.153	0.184
O	-18.958	-5.294	21.957	0.009	-0.044	0.297
O	2.299	-8.136	-3.32	0.244	0.43	-0.318
O	10.138	-6.047	-3.265	-0.169	0.1	-0.197
O	15.567	5.416	25.39	0.053	-0.001	-0.223
O	-24.031	-5.231	25.113	-0.07	-0.503	0.198
O	-12.429	7.412	-1.51	0.231	0.221	-0.332
O	-19.098	2.837	-0.262	0.087	-0.294	-0.512
O	30.189	6.021	24.666	0.081	-0.183	0.09
O	-10.604	-5.432	-3.574	-0.018	-0.471	-0.374
O	-32.443	-2.718	25.017	0.109	0.508	0.083
O	-14.129	-6.876	-1.216	0.088	0.083	-0.104
O	-20.415	-3.691	-5.292	0.069	-0.51	-0.437
O	-13.655	-2.628	-0.539	-0.122	0.051	-0.54
O	13.295	5.619	-2.734	-0.159	0.485	-0.036
O	28.52	4.311	23.388	-0.312	-0.41	0.25
O	-14.731	4.527	22.857	-0.18	0.306	0.23
O	-16.239	6.092	-3.432	-0.363	0.171	-0.344
O	29.132	1.541	-3.434	-0.476	-0.121	0.338
O	-20.913	-6.506	-1.313	-0.173	-0.46	-0.106
O	-11.814	3.938	-3.186	-0.237	0.108	0.48
O	-10.046	5.875	-6.126	-0.154	0.498	-0.008
O	-14.979	7.079	-1.429	-0.15	0.036	0.569
O	17.458	-1.48	23.355	-0.371	-0.254	0.143
O	-22.837	7.204	23.146	0.475	-0.042	0.065
O	-14.959	7.583	-6.811	-0.309	0.21	0.464
O	-21.529	-1.867	-6.633	0.047	0.403	-0.157
O	-19.317	2.931	25.545	0.363	-0.21	-0.096
O	-17.475	-3.564	-1.447	-0.108	0.505	-0.1
O	22.471	5.917	24.553	0.477	0.056	-0.559
O	-9.419	-6.009	-1.345	-0.174	0.345	0.04
O	2.012	2.229	-5.107	-0.535	0.316	-0.115
O	-26.246	-1.593	-1.645	-0.104	0.367	-0.292
O	-10.471	-3.773	-6.074	-0.036	-0.454	0.35
O	23.851	1.79	-3.081	-0.008	0.667	0.382
O	-10.097	-1.546	23.015	-0.116	0.509	0.637
O	-12.267	1.065	-6.978	0.403	0.188	-0.442
O	-1.707	-3.704	-1.341	0.17	-0.159	-0.252
O	14.155	7.61	-5.052	-0.281	-0.205	0.406
O	-16.514	-4.909	-3.627	0.59	-0.117	0.293
O	-20.571	4.859	-0.963	0.321	0.446	-0.112
O	-13.661	2.764	-0.537	-0.1	-0.029	-0.395
O	-19.217	7.55	-3.87	0.08	0.02	0.274
O	-16.425	2.697	22.123	0.161	0.129	0.365
O	-26.476	-6.412	25.65	0.533	0.114	-0.445
O	-20.056	5.468	25.081	0.637	0.172	-0.218
O	-21.17	5.98	-3.178	-0.429	0.489	0.201
O	7.172	-4.826	-3.422	0.24	0.476	-0.019
O	29.823	-0.129	-5.446	0.507	-0.021	0.339
O	-7.84	-2.805	-0.294	-0.028	-0.099	0.161
O	12.475	-1.979	-1.075	0.142	0.034	-0.312
O	-12.927	-7.276	-5.952	0.304	0.175	0.012
O	-25.277	3.24	-4.182	-0.274	0.206	0.018
O	22.411	3.578	25.715	-0.503	-0.454	0.314
O	-24.082	8.091	-4.214	-0.087	-0.168	0.56
O	-21.795	-2.69	21.947	-0.054	-0.203	0.119
O	3.079	6.357	-4.888	0.504	-0.063	0.243
O	30.701	-5.058	-3.935	0.031	-0.659	0.551
O	-14.116	4.737	-3.948	0.2	0.408	0.264
O	18.512	0.579	24.566	-0.397	0.249	-0.203
O	-15.828	5.331	-5.936	-0.483	-0.046	-0.13
O	-18.315	1.028	22.986	-0.224	0.142	0.2
O	18.733	-7.637	-3.27	0.234	0.015	-0.139
O	10.677	1.226	-3.057	0.065	-0.498	0.02
O	-20.763	-6.804	22.944	-0.532	-0.093	0.131
O	-28.922	-6.313	24.867	0.34	-0.241	-0.263
O	-13.646	-0.033	22.084	-0.081	0.012	0.535
O	-17.439	-3.27	22.618	-0.205	0.155	0.056
O	-15.443	-1.659	23.044	0.19	0.19	0.367
O	-9.908	0.961	-6.022	0.385	-0.251	-0.17
O	-9.326	-6.692	23.147	0.431	0.304	0.019
O	-19.974	0.222	24.963	-0.23	0.009	0.025
O	-11.06	8.087	22.126	0.291	-0.097	0.133
O	2.139	-6.517	25.724	0.393	-0.24	0.379
O	-8.61	3.248	25.92	-0.183	0.151	-0.271
O	18.9	-1.761	25.639	0.117	0.185	0.457
O	-12.93	3.143	-5.573	0.433	0.584	-0.237
O	-7.089	-7.038	-5.959	0.222	-0.048	0.068
O	-10.829	5.558	-0.581	0.114	-0.063	-0.19
O	-19.935	-1.038	22.728	-0.036	-0.153	0.373
O	-19.711	-7.572	-6.095	-0.058	0.078	-0.136
O	-22.14	-7.326	24.998	-0.201	0.108	0.285
O	-13	6.532	22.988	-0.053	0.348	0.319
O	-19.494	-5.968	-4.075	-0.093	-0.31	-0.084
O	6.375	-4.791	-6.051	-0.464	-0.549	0.088
O	-7.99	-8.04	-0.501	-0.065	-0.156	-0.168
O	-11.993	-3.184	-4.071	-0.154	0.385	-0.135
O	13.35	-5.823	25.478	0.098	0.559	-0.262
O	-16.49	3.625	-4.158	0.327	-0.489	-0.196
O	-6.051	3.113	25.267	0.09	-0.243	0.288
O	-17.341	1.43	-1.442	0.309	0.143	-0.21
O	19.876	2.256	25.807	0.044	0.533	0.013
O	-18.826	-0.233	-2.876	0.19	-0.488	-0.008
O	5.267	-2.777	25.312	-0.115	0.32	0.011
O	-8.1	-6.34	-3.618	0.211	0.03	-0.034
O	-18.892	5.508	22.114	-0.147	0.146	0.32
O	-19.557	-6.567	25.294	0.287	0.406	-0.051
O	7.567	-0.447	-6.072	0.093	0.437	0.133
O	29.275	-2.883	-3.699	-0.012	0.386	-0.322
O	-15.156	-6.751	23.137	-0.577	-0.326	0.115
O	-16.843	1.454	-7.104	-0.211	-0.172	0.217
O	14.576	-1.024	-5.359	0.06	-0.211	-0.607
O	-16.366	-3.266	24.94	-0.34	0.054	0.12
O	-23.73	3.107	-6.349	-0.105	0.048	0.11
O	-10.981	2.545	25.094	-0.04	-0.224	0.04
O	24.985	-6.198	-4.872	0.053	0.371	0.165
O	30.737	-2.215	-6.673	-0.113	-0.275	-0.363
O	2.845	5.513	25.515	-0.074	0.251	0.765
O	-17.471	6.244	-1.159	-0.418	-0.22	-0.4
O	-11.445	-2.453	25.096	0.17	0.681	0.146
O	-9.337	-1.406	-1.742	-0.334	0.393	-0.389
O	20.844	-3.449	25.153	0.411	0.553	0.577
O	-21.17	0.96	-2.726	0.27	0.241	0.169
O	-31.865	0.367	-3.936	-0.085	-0.212	0.067
O	10.09	1.703	22.916	0.108	-0.053	0.274
O	-5.213	0.006	-0.469	0.35	-0.134	-0.303
O	32.613	-5.429	-0.582	0.266	-0.182	-0.078
O	-27.45	-5.641	-3.456	-0.275	-0.343	-0.34
O	-22.933	5.88	-1.302	0.025	0.145	-0.318
O	-20.447	5.956	-5.615	0.363	0.011	-0.228
O	-11.505	-3.755	22.853	-0.119	-0.294	0.227
O	-11.467	-1.303	-6.035	-0.455	0.038	-0.473
O	29.519	-5.249	-6.33	0.228	0.043	-0.288
O	9.515	-7.416	-5.472	-0.212	-0.012	-0.16
O	27.944	-4.467	-2.273	0.325	0.191	0.31
O	-19.057	8.157	-0.433	-0.01	0.021	-0.754
O	-13.14	-5.522	-3.821	-0.191	0.045	0.202
O	23.03	3.544	-6.291	-0.201	0.239	-0.681
O	-7.17	-2.71	-5.932	-0.059	0.079	-0.082
O	-21.896	3.732	25.205	-0.286	0.309	-0.377
O	11.592	2.127	24.977	-0.153	-0.506	0.202
O	3.62	1.454	-3.273	0.051	0.519	0.188
O	-17.393	-7.165	-4.822	0.489	-0.525	-0.163
O	31.609	7.704	-3.513	-0.366	0.124	-0.05
O	0.191	0.402	25.859	0.215	0.224	-0.492
O	6.737	3.932	-4.368	0.14	-0.274	-0.013
O	-16.452	5.564	25.049	-0.445	-0.457	0.036
O	1.863	-4.186	24.775	0.311	-0.099	-0.256
O	-23.175	1.718	-4.157	-0.046	-0.355	-0.436
O	-16.401	0.289	-3.517	0.078	-0.04	-0.739
O	21.261	-3.837	22.641	0.169	0.502	0.046
O	8.715	5.693	25.804	-0.647	0.165	0.403
O	24.247	-2.803	-0.341	0.252	-0.082	-0.625
O	-22.967	-2.892	25.558	-0.358	0.065	-0.484
O	17.679	2.227	-6.109	0.421	-0.102	0.38
O	23.472	1.009	24.315	-0.363	0.371	-0.012
O	8.217	5.631	-3.005	-0.33	0.372	-0.078
O	21.268	-3.461	-4.495	0.537	0.277	0.34
O	8.296	0.84	-1.839	-0.28	-0.113	0.335
O	-18.29	3.471	-6.064	-0.344	0.043	0.007
O	25.872	1.729	23.378	0.194	0.402	0.292
O	18.638	-3	-4.055	-0.015	0.176	0.197
O	16.56	7.922	25.267	0.404	-0.106	0.657
O	30.829	-0.405	25.087	0.169	-0.597	0.112
O	6.627	-4.024	23.35	-0.03	-0.106	-0.57
O	13.715	-2.455	-3.322	-0.24	0.052	-0.492
O	0.05	-2.497	-6.371	-0.034	0.506	-0.084
O	8.48	-0.847	-3.666	0.464	0.161	0.093
O	-3.207	-0.045	-4.63	0.646	0.21	0.077
O	5.772	-6.462	25.993	-0.364	0.237	-0.325
O	32.623	5.192	-3.31	-0.337	-0.259	-0.713
O	-31.702	2.722	-2.783	0.309	-0.282	0.419

Results
total energy: -406620.008 eV
total energy less fixed offsets of O -438.25, Si -107.07 eV per atom: -7.208 eV
